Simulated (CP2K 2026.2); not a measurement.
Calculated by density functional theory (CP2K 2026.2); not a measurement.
Periodic cell of 1182 atoms, Si850O332, from a study of silicon, its oxide and their interface. The atomic structure is a simulated model.
Doubt: the forces sum to 4.16 eV/angstrom along one axis rather than to zero, so they err by at least 0.0035 eV/angstrom per atom on average; the grid cutoff is modest.
This geometry differs little from another in the collection (a relaxation step or a small displacement).

Settings: functional PBE; method Gaussian and plane waves; basis set DZVP-MOLOPT-SR-GTH; pseudopotentials GTH-PBE; grid cutoff 350 Ry, relative cutoff 50 Ry; k points Gamma only; occupations fixed; spin none; net charge 0.

Cell vectors (angstrom)
a, 16.4025, 0, 0
b, 0, 32.805, 0
c, 0, 0, 40.137

Atoms and the computed forces on them: element, x, y, z (angstrom), force x, y, z (eV/angstrom)
Si, 0.1846, 32.576, 0.0725, -0.0126, 0.0308, -0.2174
Si, 2.5059, 2.9768, 40.1277, 0.064, -0.1827, 0.2437
Si, 0.0979, 4.8807, 39.9233, 0.1862, 0.0706, 0.5239
Si, 2.2235, 8.6997, 40.0672, -0.1028, 0.0285, 0.2139
Si, 0.0098, 10.9462, 40.0563, -0.0736, -0.042, -0.1782
Si, 2.6021, 13.7902, 0.3778, -0.0065, 0.0077, -0.6089
Si, 0.5735, 16.0716, 40.0255, 0, -0.1151, -0.1417
Si, 2.905, 18.7468, 0.0535, -0.0239, -0.056, -0.2537
Si, 15.8819, 21.9637, 40.0085, 0.0147, -0.1823, -0.1195
Si, 2.3372, 24.6828, 39.9235, 0.0035, 0.0241, 0.1362
Si, 0.1084, 26.9938, 40.0101, 0.1678, -0.0354, 0.4078
Si, 2.4628, 30.3407, 0.3043, 0.0913, -0.062, -0.025
Si, 5.865, 32.2938, 0.1722, 0.0618, -0.2188, -0.2217
Si, 8.5625, 2.3079, 39.9693, -0.2226, -0.3072, 0.0359
Si, 5.6475, 5.353, 39.7658, -0.0961, 0.0116, 0.3128
Si, 8.5526, 8.2311, 39.8875, 0.1042, 0.2542, 0.2576
Si, 4.6736, 11.4685, 0.0249, -0.1607, -0.0156, -0.1578
Si, 7.9289, 13.2087, 39.6072, -0.2943, 0.02, 0.4948
Si, 5.2462, 16.7246, 0.1782, 0.0773, -0.087, -0.2273
Si, 7.4364, 19.5294, 0.0428, 0.4991, -0.2994, -0.0873
Si, 5.3655, 21.8829, 39.9882, 0.0602, -0.1131, -0.0177
Si, 8.0153, 24.6701, 0.3329, 0.1102, 0.004, -0.3084
Si, 5.7623, 26.7959, 40.02, -0.0001, 0.2226, -0.2085
Si, 7.9628, 30.1032, 0.6198, -0.0499, -0.0424, -0.5392
Si, 10.5768, 32.6664, 0.4189, -0.1027, 0.0581, 0.1331
Si, 13.4318, 2.6729, 0.3061, 0.0535, -0.2442, -0.0025
Si, 10.5617, 5.7692, 39.8777, -0.0245, 0.1139, 0.3086
Si, 13.4979, 8.3105, 0.3034, -0.0634, -0.0447, -0.0928
Si, 11.337, 10.4959, 40.0343, 0.2144, 0.0923, 0.1038
Si, 13.3386, 13.9812, 39.9864, -0.1102, 0.0201, -0.0678
Si, 11.0907, 16.0792, 0.1499, -0.0052, -0.0427, -0.0696
Si, 13.3349, 19.2959, 39.9206, 0.1349, -0.1171, -0.0767
Si, 10.0592, 22.3196, 39.9114, 0.0164, 0.2546, 0.4246
Si, 13.7839, 24.3855, 40.1294, -0.0941, 0.2435, -0.1425
Si, 10.1293, 28.0154, 0.2388, -0.0114, 0.1198, -0.4179
Si, 13.4996, 30.3106, 0.3891, 0.1727, -0.1116, -0.1184
Si, 1.4248, 1.3097, 1.3579, 0.0281, 0.0642, -0.328
Si, 4.2465, 4.1242, 1.1526, -0.1274, 0.0203, -0.2292
Si, 1.2044, 6.8776, 1.1048, -0.1818, 0.0001, -0.5966
Si, 3.8181, 9.7168, 1.3515, -0.0074, -0.0268, -0.1699
Si, 1.1668, 12.3627, 1.4667, -0.0472, -0.2701, -0.1656
Si, 4.0941, 15.1152, 1.513, 0.0685, 0.334, -0.2423
Si, 1.3876, 17.6512, 1.4582, -0.0233, 0.0783, -0.2002
Si, 3.9409, 20.539, 1.2432, 0.0938, -0.1376, -0.2563
Si, 1.1942, 23.0988, 1.1537, -0.1198, 0.182, -0.1509
Si, 3.9976, 25.815, 1.1923, -0.1509, 0.0965, -0.2171
Si, 1.2541, 28.6105, 1.3385, -0.1676, -0.0025, -0.2552
Si, 4.1419, 31.3848, 1.5422, -0.0983, 0.0647, -0.1565
Si, 6.8323, 1.3286, 1.2945, 0.0447, -0.0573, -0.4098
Si, 9.4715, 4.1494, 1.144, 0.1954, -0.0712, -0.3452
Si, 6.8484, 6.9387, 0.9915, 0.1067, 0.0423, -0.1682
Si, 9.6385, 9.5779, 1.3454, 0.0424, -0.0418, -0.2943
Si, 6.5931, 12.3278, 1.1997, -0.1863, -0.0472, -0.0709
Si, 9.3213, 14.8337, 1.0847, 0.1232, -0.0401, -0.2994
Si, 6.6099, 17.9305, 1.5867, 0.1366, 0.0826, -0.269
Si, 9.2915, 20.5715, 1.217, -0.2304, -0.0849, -0.1811
Si, 6.5672, 23.2441, 1.4434, -0.031, -0.0384, -0.2089
Si, 9.395, 26.1161, 1.5164, 0.1246, 0.1393, -0.1149
Si, 6.5648, 28.5099, 1.4959, -0.0737, -0.1336, -0.2908
Si, 9.4072, 31.3492, 1.9061, -0.0142, 0.0266, -0.1847
Si, 12.1728, 1.2192, 1.597, 0.0011, -0.0968, -0.3019
Si, 14.9917, 3.971, 1.4254, -0.1183, 0.006, -0.3471
Si, 12.1329, 6.7607, 1.3699, -0.0278, 0.0032, -0.3075
Si, 15.0064, 9.6724, 1.4109, 0.1732, 0.0243, -0.2742
Si, 12.2478, 12.3258, 1.1886, -0.0051, -0.1718, -0.2732
Si, 15.0413, 15.0997, 1.1178, 0.1428, 0.0808, -0.2708
Si, 12.3149, 17.7093, 1.2987, -0.0277, 0.1253, -0.0989
Si, 14.7438, 20.5053, 1.2978, 0.0383, -0.2103, -0.0784
Si, 11.9957, 23.268, 1.1116, -0.0412, -0.1088, -0.2342
Si, 14.893, 25.9792, 1.3173, 0.0941, 0.1243, -0.0316
Si, 11.979, 28.8993, 1.4917, -0.1583, -0.0959, -0.1065
Si, 15.0186, 31.5571, 1.5785, 0.1046, 0.0912, -0.2463
Si, 0.0492, 2.6922, 2.7304, 0.0651, -0.0452, 0.35
Si, 2.7754, 0.0145, 2.7956, -0.0606, -0.0351, 0.0846
Si, 16.3433, 8.2034, 2.6778, 0.1341, -0.0118, -0.1041
Si, 2.7482, 5.5532, 2.4594, -0.0268, -0.0899, 0.2234
Si, 16.2138, 13.7473, 2.7096, -0.0794, 0.0592, 0.1454
Si, 2.5644, 11.0113, 2.8078, -0.0403, -0.077, 0.2334
Si, 16.2571, 19.1107, 2.6101, -0.0172, 0.0041, -0.1371
Si, 2.7076, 16.4158, 2.8924, 0.074, -0.0103, 0.2478
Si, 16.285, 24.5455, 2.6279, -0.0298, -0.0426, 0.0412
Si, 2.5536, 21.8273, 2.6211, -0.0359, 0.1268, 0.047
Si, 16.3498, 30.027, 2.7786, 0.0256, -0.1409, 0.0791
Si, 2.6811, 27.2562, 2.6609, 0.0157, 0.0112, -0.1255
Si, 5.4469, 2.7262, 2.6196, 0.0594, -0.0707, -0.0017
Si, 8.0347, 0.0723, 2.9232, 0.1393, 0.2554, 0.3101
Si, 5.4032, 8.257, 2.4732, -0.1177, 0.0185, -0.1122
Si, 8.0976, 5.5293, 2.5359, 0.053, 0.0177, -0.0748
Si, 5.4519, 13.706, 2.7482, 0.1237, -0.049, 0.1439
Si, 8.0892, 10.9519, 2.5482, 0.0765, 0.0312, -0.0615
Si, 5.2611, 19.2883, 2.8477, -0.0873, 0.0523, 0.0954
Si, 8.1258, 16.3846, 2.5875, -0.0273, -0.0985, -0.1388
Si, 5.2273, 24.5704, 2.7713, 0.02, 0.0111, 0.1842
Si, 8.0238, 21.8921, 2.7426, 0.0113, -0.1977, 0.0177
Si, 5.3242, 29.9258, 2.8902, -0.075, -0.0437, 0.2262
Si, 8, 27.3211, 2.9156, -0.0491, -0.0453, 0.2548
Si, 10.819, 2.7901, 2.7109, -0.2567, -0.0389, 0.1599
Si, 13.6577, 0.0481, 2.949, 0.0915, 0.0582, 0.1008
Si, 10.8687, 8.1765, 2.7696, -0.0341, -0.0916, 0.1218
Si, 13.5968, 5.424, 2.6893, -0.0986, 0.0451, 0.0343
Si, 10.7672, 13.6027, 2.5646, -0.046, -0.0628, 0.0152
Si, 13.5996, 11.0238, 2.6856, -0.1568, 0.0919, 0.125
Si, 10.8187, 19.1456, 2.5371, -0.0753, 0.21, -0.1433
Si, 13.7171, 16.4212, 2.6433, 0.0221, -0.0691, 0.0135
Si, 10.8669, 24.6853, 2.6801, 0.0315, -0.0312, 0.0295
Si, 13.3943, 21.898, 2.6132, -0.0691, 0.2109, 0.102
Si, 10.8372, 30.0551, 3.1211, 0.0397, 0.0199, 0.1435
Si, 13.4884, 27.4007, 2.6681, 0.2047, -0.0228, -0.1144
Si, 1.4194, 4.1717, 3.9907, -0.0196, 0.0014, -0.2233
Si, 4.1073, 1.425, 4.1076, -0.1051, 0.0028, -0.0251
Si, 1.2747, 9.5483, 4.1138, 0.0767, 0.0495, -0.0327
Si, 4.0801, 6.8986, 3.9364, -0.1314, -0.1284, -0.2006
Si, 1.2607, 15.0228, 4.1213, 0.04, 0.0355, -0.091
Si, 4.0367, 12.3475, 4.0947, -0.0239, -0.0569, -0.0382
Si, 1.219, 20.4708, 4.0131, -0.0165, 0.0329, 0.0121
Si, 4.0114, 17.8378, 4.2183, -0.1092, 0.0459, -0.063
Si, 1.2785, 25.9028, 4.0387, -0.0039, -0.0981, -0.1589
Si, 3.8963, 23.1671, 4.0907, 0.0728, 0.0506, -0.0435
Si, 1.3561, 31.4172, 4.1213, -0.0173, -0.0238, -0.1131
Si, 3.94, 28.589, 4.1906, 0.0727, 0.0539, -0.0274
Si, 6.7848, 4.138, 3.9794, 0.0022, 0.0406, -0.0063
Si, 9.4838, 1.4538, 4.1908, -0.1034, 0.0211, -0.2183
Si, 6.7618, 9.5653, 3.939, 0.0266, 0.0121, -0.0394
Si, 9.4565, 6.7998, 4.0519, 0.106, 0.0829, -0.093
Si, 6.816, 15.085, 4.0786, -0.0529, -0.0632, -0.0216
Si, 9.4604, 12.261, 4.0029, 0.0137, 0.1469, -0.0421
Si, 6.7204, 20.5519, 4.1832, 0.029, 0.0828, -0.1266
Si, 9.4965, 17.7678, 3.9529, 0.0783, -0.0621, 0.0411
Si, 6.6479, 25.8866, 4.1821, -0.0178, 0.1623, -0.0309
Si, 9.469, 23.2849, 4.0458, -0.0463, -0.0256, -0.1133
Si, 6.7044, 31.3889, 4.2047, 0.0251, 0.0661, -0.1609
Si, 9.4067, 28.6533, 4.3009, 0.0261, -0.0703, 0.013
Si, 12.234, 4.1024, 4.1056, 0.06, -0.0819, -0.1535
Si, 15.0635, 1.4211, 4.2123, 0.0112, 0.0701, -0.1533
Si, 12.2704, 9.5883, 4.0597, -0.0485, -0.0048, -0.0828
Si, 14.9662, 6.8367, 4.0346, 0.0016, -0.0116, -0.0116
Si, 12.2206, 15.0188, 3.9211, -0.0198, 0.0269, -0.11
Si, 14.9219, 12.3556, 4.1056, -0.0114, 0.0018, -0.0309
Si, 12.1205, 20.4985, 4.0114, 0.0666, -0.018, -0.0259
Si, 14.9855, 17.7786, 4.0752, -0.0517, -0.0723, 0.0226
Si, 12.2413, 25.9847, 4.0962, -0.0952, 0.0158, -0.0277
Si, 14.8725, 23.2148, 4.0099, 0.0263, 0.0046, -0.166
Si, 12.2867, 31.4727, 4.2888, 0.0036, -0.0511, 0.0435
Si, 14.9269, 28.6791, 4.1083, -0.0487, 0.172, -0.0976
Si, 0.0183, 32.7973, 16.4168, 0.0324, -0.0051, -0.001
Si, 2.7565, 2.7313, 16.4039, 0.0105, -0.003, 0.0024
Si, 0.0336, 5.4671, 16.4013, 0.0027, -0.0269, -0.0014
Si, 2.7736, 8.1921, 16.3901, 0.0201, -0.0335, -0.0015
Si, 0.0236, 10.9141, 16.3592, 0.0355, -0.017, -0.0164
Si, 2.7649, 13.6444, 16.3513, 0.0023, -0.0048, -0.0009
Si, 0.0177, 16.3919, 16.358, -0.0112, 0.0236, -0.0097
Si, 2.7648, 19.1428, 16.3696, -0.0018, -0.0139, -0.0091
Si, 0.0316, 21.8917, 16.3817, -0.0163, -0.0269, -0.0031
Si, 2.7639, 24.6332, 16.3911, -0.0105, -0.0222, 0.0021
Si, 0.0227, 27.3616, 16.4262, -0.0153, -0.0057, 0.006
Si, 2.7518, 30.0825, 16.4308, 0.0118, -0.0111, 0.0099
Si, 5.4809, 0.004, 16.4207, -0.0028, 0.0195, 0.0006
Si, 8.2197, 2.7414, 16.4118, 0.0008, 0.0126, -0.0017
Si, 5.5015, 5.4825, 16.3955, -0.0134, -0.0147, 0.0013
Si, 8.2331, 8.2111, 16.3822, -0.0058, -0.0133, 0.0028
Si, 5.5037, 10.9141, 16.3722, 0.0309, -0.0179, 0.0017
Si, 8.2352, 13.6471, 16.3532, 0.0088, 0.0009, 0.0149
Si, 5.5067, 16.3965, 16.3423, -0.0337, 0.0041, -0.0145
Si, 8.2517, 19.1464, 16.3493, 0.007, -0.0526, -0.0115
Si, 5.5084, 21.8963, 16.3725, -0.0104, -0.0221, 0.0011
Si, 8.2512, 24.631, 16.4005, -0.0108, -0.0285, 0.0035
Si, 5.5017, 27.3605, 16.4082, -0.0174, -0.0173, -0.0093
Si, 8.2332, 30.0715, 16.4147, -0.006, -0.0079, -0.0077
Si, 10.967, 32.803, 16.4155, 0.0022, -0.0254, -0.006
Si, 13.7002, 2.7362, 16.4128, 0.0051, -0.0343, -0.0074
Si, 10.9542, 5.4758, 16.4004, 0.0079, -0.0001, -0.0035
Si, 13.6897, 8.1995, 16.3762, 0.0181, -0.0114, -0.0099
Si, 10.958, 10.9355, 16.3606, -0.0021, -0.0044, 0.0093
Si, 13.688, 13.6603, 16.351, -0.0059, -0.0034, 0.0051
Si, 10.9646, 16.3861, 16.3439, 0.0162, -0.0113, -0.002
Si, 13.6995, 19.1423, 16.3623, 0.0004, -0.0171, -0.0041
Si, 10.9873, 21.8967, 16.3866, -0.0061, -0.0371, 0.0026
Si, 13.7102, 24.6326, 16.4143, -0.0224, -0.0199, 0.0111
Si, 10.9752, 27.347, 16.4189, -0.0057, -0.0171, 0.006
Si, 13.6951, 30.0684, 16.4268, 0.0185, -0.0139, 0.007
Si, 1.4068, 1.3463, 17.7738, -0.0457, -0.0001, -0.0149
Si, 4.1424, 4.1011, 17.751, -0.0043, -0.0027, -0.0164
Si, 1.4227, 6.8199, 17.7656, 0.0037, 0.0322, -0.0017
Si, 4.1665, 9.5382, 17.7583, -0.0513, 0.0122, -0.0066
Si, 1.4166, 12.2574, 17.7146, -0.0475, 0.0157, 0.0059
Si, 4.1608, 15.0042, 17.6935, 0.0433, 0.0448, 0.0054
Si, 1.399, 17.7555, 17.7135, 0.0019, 0.0053, -0.0081
Si, 4.1484, 20.522, 17.7221, -0.0139, -0.011, 0.0038
Si, 1.4017, 23.2667, 17.748, 0.0359, 0.0151, 0.0074
Si, 4.1331, 25.9977, 17.7646, 0.0422, 0.0205, -0.0051
Si, 1.3909, 28.7194, 17.8105, 0.0074, 0.0072, -0.0024
Si, 4.1275, 31.4405, 17.806, -0.008, -0.0085, 0.0033
Si, 6.8589, 1.3674, 17.7812, -0.0167, -0.0294, 0.0061
Si, 9.5926, 4.1099, 17.7765, -0.0106, -0.0101, 0.007
Si, 6.8777, 6.8515, 17.7618, 0.0247, 0.0059, -0.0027
Si, 9.6097, 9.5747, 17.7444, 0.013, 0.0182, -0.002
Si, 6.9007, 12.261, 17.7277, -0.0605, 0.0051, -0.0034
Si, 9.6238, 15.0003, 17.7096, -0.0009, 0.0402, -0.0018
Si, 6.8976, 17.761, 17.6889, 0.0063, 0.0392, -0.0096
Si, 9.6336, 20.5036, 17.7201, -0.0401, 0.02, 0.0077
Si, 6.8857, 23.2599, 17.7467, 0.0034, 0.0125, 0.0033
Si, 9.6309, 25.976, 17.7947, 0.0011, 0.021, -0.0072
Si, 6.8825, 28.703, 17.793, 0.0091, 0.026, 0.0009
Si, 9.6234, 31.4132, 17.7832, 0.0037, 0.0377, 0.0019
Si, 12.3472, 1.3559, 17.7822, 0.0169, 0.0476, 0.0004
Si, 15.0821, 4.0966, 17.7775, 0.0231, 0.0369, 0.0056
Si, 12.3321, 6.8442, 17.7586, 0.007, -0.0093, -0.0032
Si, 15.0672, 9.5558, 17.7379, -0.0244, -0.0197, -0.0003
Si, 12.3305, 12.2961, 17.7233, 0.0184, 0.0192, 0.0076
Si, 15.0572, 15.0175, 17.7202, 0.0272, 0.0204, 0.0062
Si, 12.3388, 17.7517, 17.7, -0.0039, 0.0117, -0.0252
Si, 15.0685, 20.5167, 17.7273, 0.0205, -0.0161, -0.0147
Si, 12.359, 23.2579, 17.7755, 0.0203, 0.0067, 0.0069
Si, 15.0783, 25.9924, 17.8046, 0.0324, 0.0206, 0.0013
Si, 12.356, 28.6873, 17.808, -0.0292, 0.0091, -0.0092
Si, 15.076, 31.4197, 17.8002, -0.0402, 0.0027, -0.0119
Si, 0.0621, 2.7195, 19.1358, 0.0355, -0.0409, -0.0252
Si, 2.7552, 32.8017, 19.185, 0.0177, 0.0345, 0.0273
Si, 0.0453, 8.1963, 19.1037, 0.0224, -0.0221, -0.0088
Si, 2.8179, 5.4687, 19.1387, -0.0128, -0.0353, 0.0096
Si, 0.0382, 13.6276, 19.0471, 0.0505, -0.007, -0.026
Si, 2.7933, 10.9034, 19.1003, 0.0624, -0.0355, -0.0002
Si, 0.0355, 19.1386, 19.0662, -0.0144, 0.0224, 0.0103
Si, 2.7946, 16.3739, 19.036, -0.045, 0.0412, 0.021
Si, 0.0668, 24.6294, 19.1537, -0.0204, -0.0267, -0.0177
Si, 2.7954, 21.9099, 19.0862, 0.0035, -0.0299, 0.0193
Si, 0.0435, 30.0839, 19.2105, 0.0144, -0.0071, 0.0293
Si, 2.7703, 27.3445, 19.1583, 0.026, -0.0122, -0.0207
Si, 5.4881, 2.7448, 19.1417, -0.0085, 0.0673, 0.0077
Si, 8.2489, 32.7916, 19.117, 0.014, -0.0152, -0.029
Si, 5.5571, 8.219, 19.1675, -0.0345, -0.041, 0.0589
Si, 8.2334, 5.4954, 19.1419, 0.0004, 0.0162, 0.0013
Si, 5.541, 13.6407, 19.0578, -0.0201, -0.0155, -0.0193
Si, 8.2714, 10.9296, 19.1425, 0.0106, -0.0265, 0.0222
Si, 5.5644, 19.1586, 19.0389, -0.0032, -0.0863, -0.0244
Si, 8.2756, 16.393, 19.0402, -0.0173, 0.0111, -0.0107
Si, 5.5334, 24.65, 19.1105, -0.0626, -0.0189, -0.0015
Si, 8.2981, 21.8993, 19.0759, 0.0112, -0.0687, -0.0161
Si, 5.5142, 30.0692, 19.1585, 0.0066, -0.0142, -0.0113
Si, 8.2717, 27.3455, 19.1652, -0.0052, -0.0237, 0.0258
Si, 10.9793, 2.7402, 19.1262, 0.0178, -0.0352, -0.01
Si, 13.7076, 32.7799, 19.16, 0.0319, -0.0118, -0.0131
Si, 10.9792, 8.2304, 19.1209, -0.0051, -0.0242, -0.0149
Si, 13.7098, 5.4821, 19.1216, -0.03, -0.0104, -0.0099
Si, 10.9744, 13.6447, 19.1146, 0.0145, 0.0055, 0.0128
Si, 13.6962, 10.9331, 19.0856, 0.0177, 0.0011, -0.0382
Si, 11.0156, 19.134, 19.0711, 0.0702, -0.0846, 0.007
Si, 13.677, 16.3828, 19.0812, -0.0144, 0.0645, 0.0203
Si, 11.0359, 24.64, 19.1707, -0.051, 0.0049, 0.0196
Si, 13.7486, 21.8945, 19.1258, 0.0037, -0.0348, 0.0097
Si, 10.9886, 30.043, 19.1753, 0.0218, -0.0064, -0.0115
Si, 13.7426, 27.3566, 19.211, -0.0484, -0.0116, 0.0147
Si, 1.4714, 4.0647, 20.4847, -0.0191, 0.0493, -0.01
Si, 4.1322, 1.3813, 20.5294, -0.0403, -0.0819, 0.0457
Si, 1.4228, 9.5435, 20.4731, -0.0425, -0.0222, 0.0274
Si, 4.2073, 6.8177, 20.5237, 0.0125, 0.026, -0.0016
Si, 1.4509, 14.9594, 20.3768, -0.0148, -0.0447, -0.0309
Si, 4.1982, 12.268, 20.4318, -0.0081, 0.0591, -0.0186
Si, 1.4184, 20.5215, 20.4041, -0.0605, -0.0381, -0.0146
Si, 4.2033, 17.7536, 20.3412, 0.0786, 0.0781, -0.0842
Si, 1.4353, 25.9729, 20.5501, 0.002, 0.037, 0.0862
Si, 4.1694, 23.2864, 20.4577, 0.0436, 0.0769, 0.0282
Si, 1.4023, 31.4523, 20.6073, -0.0056, -0.0519, 0.0525
Si, 4.1388, 28.7052, 20.5207, -0.0297, 0.0301, 0.0433
Si, 6.8548, 4.1259, 20.4972, -0.0209, -0.0577, 0.0351
Si, 9.6232, 1.3451, 20.4676, -0.0225, 0.0173, -0.0013
Si, 6.9452, 9.5797, 20.5646, 0.0278, -0.0001, 0.0482
Si, 9.6174, 6.8775, 20.4915, -0.0077, -0.005, 0.0051
Si, 6.9575, 14.983, 20.3866, -0.0326, 0.0777, -0.0067
Si, 9.6496, 12.2751, 20.5302, 0.0189, -0.0075, 0.0487
Si, 6.941, 20.5226, 20.4097, 0.0275, 0.0287, 0.0376
Si, 9.649, 17.7496, 20.4031, -0.0548, 0.0294, 0.0037
Si, 6.9011, 25.9807, 20.5215, 0.0257, 0.0414, 0.0377
Si, 9.6698, 23.2333, 20.4778, 0.0189, -0.0414, 0.0243
Si, 6.9213, 31.4181, 20.5035, -0.0212, 0.0466, 0.0288
Si, 9.6577, 28.6659, 20.5736, 0.0145, 0.0049, 0.078
Si, 12.3396, 4.1219, 20.4873, 0.0373, 0.0389, -0.0287
Si, 15.0973, 1.3452, 20.4953, 0.0006, 0.038, 0.0294
Si, 12.3416, 9.605, 20.4865, 0.0134, 0.0251, 0.0518
Si, 15.0853, 6.8456, 20.4812, 0.0438, 0.0125, 0.0301
Si, 12.3223, 15.0228, 20.4834, 0.0167, -0.0304, 0.05
Si, 15.0732, 12.2888, 20.4305, -0.0145, -0.0029, 0.0474
Si, 12.3948, 20.4863, 20.4484, -0.079, 0.0464, -0.0053
Si, 15.0563, 17.7641, 20.4092, 0.0158, -0.0041, -0.0271
Si, 12.4163, 25.9719, 20.6027, 0.0765, 0.0004, 0.0381
Si, 15.1283, 23.2491, 20.5177, -0.0033, 0.0194, 0.0439
Si, 12.3622, 31.3971, 20.544, -0.0334, 0.0019, 0.0644
Si, 15.107, 28.7164, 20.6125, 0.0448, 0.0064, 0.0737
Si, 0.036, 0.0601, 21.9812, -0.0754, 0.0109, -0.0312
Si, 2.8028, 2.7466, 21.9627, -0.017, 0.0404, 0.0353
Si, 0.0606, 5.4119, 21.7759, 0.1472, -0.0164, 0.0981
Si, 2.8129, 8.1834, 21.8358, 0, -0.0378, 0.044
Si, 0.0534, 10.9502, 21.7992, 0.0239, 0.0523, -0.0122
Si, 2.8075, 13.5961, 21.777, 0.0684, 0.0107, 0.1361
Si, 0.0337, 16.3166, 21.6392, -0.0617, 0.0962, 0.0094
Si, 2.8671, 19.1622, 21.6446, -0.0219, 0.0156, -0.021
Si, 0.1071, 21.869, 21.8542, 0.0119, -0.0348, 0.0145
Si, 2.8181, 24.6024, 21.9112, 0.0756, -0.0581, 0.0536
Si, 0.1002, 27.3295, 21.9733, -0.0204, 0.0317, 0.1001
Si, 2.8079, 30.0593, 21.9429, 0.0187, -0.0203, 0.1544
Si, 5.5676, 0.0198, 21.8228, -0.0159, -0.043, 0.0937
Si, 8.2673, 2.7494, 21.7793, -0.0089, 0.0152, 0.0544
Si, 5.5577, 5.4728, 21.9696, 0.0179, 0.0066, 0.0297
Si, 8.3327, 8.2135, 21.9677, -0.0287, 0.0265, 0.1368
Si, 5.61, 11.0366, 21.8779, -0.1299, -0.0418, 0.0067
Si, 8.311, 13.6969, 21.8619, -0.0118, -0.017, -0.029
Si, 5.5663, 16.3527, 21.6548, 0.109, -0.115, 0.1082
Si, 8.3384, 19.1598, 21.7443, 0.0345, -0.0632, 0.1353
Si, 5.6253, 21.9551, 21.7446, -0.1093, -0.0535, -0.0032
Si, 8.3098, 24.5901, 21.8441, -0.0129, 0.0436, -0.0004
Si, 5.5065, 27.3478, 21.886, 0.026, -0.0574, 0.0178
Si, 8.2601, 30.0392, 21.9099, 0.0935, -0.002, -0.0019
Si, 10.9296, 32.7434, 21.8554, 0.1262, -0.0137, 0.0583
Si, 13.6924, 2.7012, 21.8018, 0.0719, -0.0796, 0.0657
Si, 11.0011, 5.5393, 21.8338, -0.0409, -0.0092, 0.0478
Si, 13.7572, 8.2878, 21.8226, -0.0385, -0.0571, -0.0013
Si, 11.0122, 10.9256, 21.954, 0.018, 0.0339, 0.2155
Si, 13.7098, 13.6327, 21.8166, 0.0415, -0.0057, 0.1275
Si, 10.9146, 16.3754, 21.8478, 0.0397, 0.0806, -0.0169
Si, 13.7424, 19.1351, 21.8353, 0.0839, -0.0443, 0.0401
Si, 11.0648, 21.8597, 21.8246, 0.01, -0.0266, 0.1895
Si, 13.8231, 24.5918, 21.9697, -0.0008, 0.0187, 0.1995
Si, 11.0664, 27.3367, 22.0008, -0.1049, 0.0494, -0.0084
Si, 13.757, 30.112, 21.9998, -0.083, -0.051, -0.0422
Si, 1.386, 1.4379, 23.3774, -0.027, 0.0931, 0.0211
Si, 4.2239, 4.0647, 23.3697, -0.0065, 0.006, 0.0501
Si, 1.4612, 6.7139, 23.1564, -0.0526, -0.2762, -0.1374
Si, 4.1839, 9.6431, 23.1194, 0.0286, 0.0422, -0.1851
Si, 1.4147, 12.2716, 23.1943, 0.0026, 0.0837, 0.0054
Si, 4.2863, 14.9435, 23.0468, 0.0019, -0.0053, -0.1957
Si, 1.5276, 17.6483, 22.8104, 0.0138, -0.0386, -0.1606
Si, 4.2101, 20.5915, 22.9847, -0.0008, 0.0356, -0.1765
Si, 1.5281, 23.1479, 23.2834, 0.0188, -0.0094, 0.0745
Si, 4.1986, 25.9681, 23.2974, -0.1283, 0.1221, 0.0441
Si, 1.4401, 28.7089, 23.3853, 0.1455, -0.0428, -0.0168
Si, 4.2449, 31.4739, 23.2255, 0.0886, -0.084, -0.1621
Si, 6.9558, 1.3846, 23.1733, -0.0301, 0.0355, -0.1458
Si, 9.6037, 4.1415, 23.1289, -0.142, 0.1336, -0.097
Si, 6.9803, 6.8237, 23.3528, 0.1407, -0.1299, 0.0757
Si, 9.6949, 9.5654, 23.4384, 0.1065, -0.0687, 0.0637
Si, 6.9747, 12.4355, 23.3114, -0.0707, -0.0637, 0.0788
Si, 9.6024, 15.0269, 23.3317, 0.0474, 0.0175, 0.0938
Si, 6.968, 17.6934, 22.9687, 0.0641, 0.0183, -0.278
Si, 9.6815, 20.5187, 23.1971, -0.0136, -0.0041, -0.0423
Si, 6.9512, 23.2603, 23.2321, 0.0378, -0.0385, 0.0398
Si, 9.685, 25.8672, 23.2676, 0.2926, -0.1139, -0.0507
Si, 6.8758, 28.686, 23.2654, -0.161, 0.0322, -0.0004
Si, 9.6276, 31.3742, 23.3116, -0.0042, -0.1109, 0.056
Si, 12.2924, 1.3437, 23.1509, 0.0245, -0.0286, -0.1609
Si, 15.1086, 4.0211, 23.1403, 0.11, -0.0104, -0.2405
Si, 12.3958, 6.9379, 23.1641, -0.1205, 0.1711, -0.071
Si, 15.1124, 9.6525, 23.2129, -0.1151, 0.0957, -0.0042
Si, 12.385, 12.3408, 23.331, -0.0113, -0.0192, -0.0429
Si, 15.1123, 15.0199, 23.1048, 0.0428, -0.1038, -0.0896
Si, 12.2895, 17.7769, 23.1264, -0.0913, 0.1042, -0.0359
Si, 15.1892, 20.4601, 23.2111, -0.1335, 0.1277, -0.0039
Si, 12.4764, 23.1208, 23.2866, 0.0036, -0.0782, 0.0272
Si, 15.2404, 25.9169, 23.4239, -0.0199, -0.1445, -0.0135
Si, 12.4473, 28.7253, 23.4165, 0.064, 0.0571, 0.1111
Si, 15.0313, 31.5728, 23.399, -0.1881, 0.0773, 0.1018
Si, 16.2755, 2.7485, 24.7783, -0.1088, -0.1164, 0.1442
Si, 2.9511, 0.1145, 24.5525, 0.1051, -0.089, 0.2168
Si, 0.0624, 8.1412, 24.3569, 0.0229, -0.0258, 0.0895
Si, 2.7362, 5.3402, 24.7179, -0.1181, 0.0766, 0.1208
Si, 0.1199, 13.7543, 24.5416, 0.0568, 0.1191, 0.2961
Si, 2.8096, 10.8996, 24.5499, -0.0288, -0.0813, 0.164
Si, 0.336, 18.996, 24.1966, -0.0341, -0.0668, 0.1418
Si, 2.8621, 16.3429, 24.1831, -0.178, -0.0236, 0.4085
Si, 0.2806, 24.4522, 24.8037, -0.0774, -0.0017, 0.2502
Si, 3.0149, 21.811, 24.5993, 0.0563, 0.0932, 0.3482
Si, 0.0829, 30.236, 24.6751, 0.2275, -0.0578, 0.0987
Si, 2.8714, 27.2854, 24.7915, 0.0009, 0.0388, 0.2586
Si, 5.7783, 2.7535, 24.6664, -0.0048, -0.0321, 0.2375
Si, 8.2554, 0.0291, 24.575, -0.0781, -0.1061, 0.2947
Si, 5.5294, 8.3239, 24.4743, 0.0702, -0.031, 0.0638
Si, 8.4532, 5.4072, 24.7523, -0.0721, 0.0536, 0.268
Si, 5.5888, 13.8122, 24.6905, -0.1094, 0.1213, 0.1928
Si, 8.3039, 11.0921, 24.7362, 0.0873, -0.0701, -0.0442
Si, 5.5691, 19.1247, 24.0865, 0.0141, -0.0031, 0.246
Si, 8.1474, 16.4441, 24.5767, -0.0479, 0.0749, 0.164
Si, 5.5778, 24.5762, 24.6383, 0.0527, 0.0176, 0.1928
Si, 8.2904, 21.8762, 24.6032, 0.1425, -0.0293, 0.1625
Si, 5.6072, 30.1339, 24.6857, 0.082, 0.1027, 0.3024
Si, 8.2254, 27.2067, 24.4982, -0.019, -0.0005, 0.2724
Si, 10.9232, 2.7409, 24.3962, 0.0644, -0.0387, 0.2208
Si, 13.4825, 0.1408, 24.7687, 0.0293, -0.0715, 0.1004
Si, 11.2229, 8.1768, 24.8302, -0.0303, 0.0985, 0.3385
Si, 13.7251, 5.4452, 24.3139, 0.0854, 0.0535, 0.1985
Si, 11.0215, 13.7343, 24.7851, 0.0739, -0.0807, 0.1169
Si, 13.8485, 11.0362, 24.7252, 0.1307, 0.1457, 0.1725
Si, 11.0511, 19.1483, 24.5984, 0.0369, 0.0892, 0.1442
Si, 13.6347, 16.3604, 24.3548, -0.0195, -0.212, 0.2371
Si, 11.0637, 24.4389, 24.6701, -0.0272, -0.1478, 0.1672
Si, 13.8832, 21.7564, 24.7576, -0.0196, 0.0451, 0.2668
Si, 11.0286, 30.1048, 24.8096, 0.0235, 0.1011, 0.2431
Si, 13.8357, 27.2953, 24.7917, -0.1018, -0.1819, 0.2014
Si, 0.9141, 4.3606, 26.1392, 0.0029, -0.0512, 0.3599
Si, 4.601, 1.1899, 25.9309, -0.0344, 0.0665, -0.0424
Si, 1.6875, 9.1296, 25.6985, 0.0952, -0.0054, 0.3594
Si, 3.9922, 7.0677, 25.6874, -0.0492, 0.1074, 0.3543
Si, 1.8609, 14.8704, 25.7332, 0.033, -0.0396, -0.2165
Si, 3.9819, 12.5141, 25.8295, -0.2265, 0.0888, 0.09
Si, 1.947, 19.9794, 25.5965, 0.3428, -0.1103, 0.4039
Si, 4.1482, 17.8436, 25.3595, -0.0607, 0.0586, 0.3183
Si, 1.9019, 25.5431, 26.1945, 0.1224, 0.1025, -0.2679
Si, 4.2103, 23.3602, 26.1294, -0.1119, -0.0834, -0.289
Si, 1.8332, 31.3731, 25.875, 0.0222, 0.1779, 0.0329
Si, 4.0058, 29.0188, 26.0212, -0.2471, 0.0153, -0.1621
Si, 7.3979, 3.7669, 26.1906, 0.1893, -0.0071, -0.185
Si, 9.5917, 1.4629, 25.8396, -0.098, 0.0959, -0.0084
Si, 6.9399, 9.605, 25.907, -0.0407, -0.0417, 0.1333
Si, 10.2563, 6.3576, 26.0846, 0.3751, -0.2476, -0.2348
Si, 6.3587, 15.7459, 26.0434, -0.1016, 0.2131, 0.3064
Si, 9.9522, 12.1035, 26.1826, -0.0807, 0.3186, 0.3797
Si, 6.9559, 20.2076, 25.5669, 0.0696, -0.065, 0.1942
Si, 9.3108, 18.0929, 25.757, -0.0445, -0.0904, 0.1643
Si, 6.9484, 25.8924, 26.0388, -0.0509, 0.1321, -0.2062
Si, 9.9281, 22.8107, 26.1124, -0.0181, -0.0177, -0.2153
Si, 6.7715, 31.7512, 26.0928, -0.04, -0.2036, -0.0005
Si, 9.7203, 28.385, 25.8039, -0.234, 0.2012, -0.2337
Si, 12.3231, 4.1313, 25.6001, -0.0025, 0.1309, 0.3246
Si, 14.3856, 1.8767, 26.1097, -0.0157, -0.0268, 0.2895
Si, 12.3795, 9.9332, 26.2184, 0.2355, -0.1662, 0.0232
Si, 15.1942, 6.6519, 25.6449, -0.1496, 0.2258, 0.4141
Si, 12.6751, 14.9387, 26.0425, 0.054, 0.4106, 0.0384
Si, 15.0103, 12.723, 26.0224, 0.1439, -0.1019, 0.0592
Si, 12.2648, 20.6062, 26.0946, -0.1813, -0.0227, -0.3067
Si, 15.2499, 17.6451, 25.3218, 0.0443, 0.0845, 0.2177
Si, 12.7367, 25.4647, 26.0029, 0.2614, 0.1865, -0.3683
Si, 15.102, 23.2911, 26.228, 0.189, -0.2743, -0.151
Si, 11.8361, 32.0003, 26.2804, -0.2143, 0.0382, -0.4618
Si, 15.2204, 28.81, 26.0187, -0.0468, 0.0266, -0.1579
Si, 4.0365, 2.0458, 28.8031, -0.098, -0.0298, 0.4649
Si, 4.5221, 31.2347, 35.6718, 0.0183, 0.0659, -0.3097
Si, 16.2549, 4.1007, 29.0905, 0.1116, 0.1975, 0.2831
Si, 2.5215, 4.1115, 30.6619, -0.0175, 0.1493, 0.3223
Si, 15.7152, 11.795, 28.9804, -0.008, 0.0027, 0.4198
Si, 14.0908, 16.312, 34.213, -0.0484, -0.0723, -0.1758
Si, 12.4144, 22.9341, 33.2142, -0.0521, -0.0211, 0.0195
Si, 3.0919, 20.2316, 29.8503, 0.1057, -0.1066, 0.5056
Si, 0.6106, 19.6526, 28.1664, 0.1181, -0.0028, 0.3185
Si, 0.6269, 27.4084, 28.3028, -0.0609, -0.0354, 0.1969
Si, 7.2106, 29.1678, 32.0293, -0.0693, 0.0474, 0.1388
Si, 15.7467, 32.0412, 30.0567, 0.0167, -0.0525, 0.4986
Si, 9.4029, 0.1803, 34.4077, -0.0435, -0.1679, -0.1629
Si, 9.4937, 8.8499, 30.3884, 0.1872, 0.1316, 0.5922
Si, 4.3806, 6.6214, 30.6697, -0.2843, 0.1828, 0.2749
Si, 4.4178, 17.2837, 30.5351, -0.2108, -0.0604, 0.1292
Si, 7.0476, 16.0542, 29.1685, -0.2746, -0.0064, 0.3848
Si, 5.5312, 21.392, 28.1237, -0.0273, -0.1019, 0.1767
Si, 9.4048, 18.0773, 28.771, -0.0593, 0.0315, 0.3066
Si, 8.6781, 23.6365, 35.1573, -0.0638, -0.008, -0.0583
Si, 5.7606, 27.947, 28.1432, -0.0377, -0.1933, 0.3172
Si, 11.459, 31.6559, 32.6054, -0.0205, -0.0204, 0.1503
Si, 8.1802, 29.9059, 28.2053, 0.0571, 0.0923, 0.0884
Si, 14.2919, 1.6294, 29.1842, 0.0129, 0.1369, 0.3374
Si, 11.8934, 6.6943, 33.1828, 0.1239, 0.2472, -0.0354
Si, 14.7906, 6.8825, 28.5908, 0.0304, 0.0749, 0.229
Si, 10.7101, 12.6438, 29.0899, 0.0653, 0.0078, 0.3212
Si, 12.2915, 15.1484, 28.999, -0.0352, -0.0225, 0.4204
Si, 14.4555, 18.3143, 31.8762, 0.0745, 0.0012, 0.2484
Si, 14.1846, 19.1821, 27.779, 0.0304, -0.2009, 0.1006
Si, 7.1, 23.9821, 31.2392, -0.1644, 0.098, 0.4536
Si, 15.7322, 23.2103, 29.3938, 0.1126, 0.196, 0.3241
Si, 8.5752, 24.3987, 28.3906, -0.1274, -0.1118, 0.2762
Si, 13.7262, 30.5038, 28.1943, 0.1546, -0.0368, 0.1842
Si, 2.2188, 32.2576, 28.8229, -0.1161, -0.1074, 0.2172
Si, 3.9734, 2.5095, 32.8543, -0.1941, -0.0107, -0.0593
Si, 0.5619, 9.0845, 28.5185, 0.0236, 0.0168, 0.2876
Si, 12.9982, 10.7025, 29.2554, 0.0438, 0.0309, 0.5069
Si, 1.5744, 12.14, 31.0474, 0.1094, -0.1192, 0.1209
Si, 2.5387, 16.4054, 35.7243, 0.1172, -0.2215, -0.2373
Si, 2.0106, 23.0053, 30.7058, 0.1508, -0.2075, 0.2165
Si, 3.7632, 22.9965, 34.3961, -0.0021, 0.067, -0.4516
Si, 7.9215, 19.4829, 32.6529, 0.0301, -0.1645, 0.0989
Si, 0.8895, 28.9099, 34.3407, 0.1484, 0.1023, -0.1276
Si, 6.3302, 1.8526, 30.7749, -0.1129, -0.0256, 0.3147
Si, 9.3687, 6.2309, 31.8589, 0.0596, 0.0718, -0.0104
Si, 8.4756, 7.873, 27.8318, 0.0453, 0.2155, 0.1669
Si, 4.3613, 8.973, 35.4984, -0.1243, 0.0803, -0.3963
Si, 6.5517, 13.181, 30.362, -0.1791, 0.0198, 0.3935
Si, 9.4741, 16.9485, 32.899, -0.0459, -0.0912, -0.0781
Si, 4.873, 27.5299, 30.8904, -0.1145, -0.0922, 0.4455
Si, 4.1436, 24.7307, 31.7387, -0.1172, 0.0967, 0.232
Si, 8.7195, 25.6757, 33.0205, -0.089, 0.0323, 0.0661
Si, 7.1467, 31.0226, 34.3218, 0.0461, 0.0081, -0.0263
Si, 0.9515, 30.889, 32.0902, -0.1018, 0.0979, 0.0311
Si, 11.8512, 1.4717, 30.9475, -0.0092, -0.0492, 0.1069
Si, 6.0068, 5.9632, 28.0048, -0.3306, -0.016, -0.0545
Si, 14.7833, 16.6807, 29.5216, 0.0246, 0.0043, 0.5002
Si, 13.8254, 11.3913, 34.9184, 0.0879, -0.0191, -0.3827
Si, 8.023, 20.5808, 29.8833, 0.0819, -0.2191, 0.3526
Si, 0.4748, 16.5324, 27.589, 0.0172, -0.0861, 0.2101
Si, 12.3339, 28.1821, 29.7827, 0.007, -0.1759, 0.3419
Si, 10.2396, 21.1592, 31.8063, 0.0933, -0.0541, 0.1011
Si, 12.929, 28.9099, 33.5581, -0.0288, 0.0186, -0.0025
Si, 14.8213, 26.1874, 30.2691, -0.0013, -0.0833, 0.2792
Si, 4.7019, 4.7591, 34.8512, -0.0934, 0.0303, -0.3664
Si, 3.3972, 32.2965, 32.9482, -0.0509, 0.0611, 0.0982
Si, 16.3161, 7.7763, 35.9145, 0.0805, 0.1397, -0.4157
Si, 6.6666, 9.0224, 33.7819, -0.1415, 0.0551, -0.1737
Si, 16.3073, 14.6337, 35.5993, 0.0382, 0.0432, -0.5152
Si, 4.2273, 16.476, 33.3624, 0.0063, -0.0334, -0.0039
Si, 0.8635, 22.8444, 33.5312, 0.0457, -0.0243, -0.0707
Si, 6.6892, 21.9024, 33.6885, 0.0236, 0.0838, -0.003
Si, 2.5395, 29.3905, 29.9224, -0.085, 0.1832, 0.4487
Si, 15.3371, 27.1546, 33.1482, 0.0875, 0.0164, -0.0278
Si, 8.1781, 1.7026, 36.8259, -0.116, -0.1954, -0.3656
Si, 9.1323, 2.0503, 31.9454, -0.1066, -0.0667, 0.0503
Si, 3.2446, 9.5486, 30.0125, -0.2448, 0.0426, 0.3799
Si, 12.6444, 8.1491, 30.5297, 0.054, 0.068, 0.2549
Si, 4.2892, 11.2932, 37.241, -0.1213, 0.026, -0.4145
Si, 5.4083, 11.151, 28.2743, -0.1614, -0.0133, 0.2021
Si, 5.4723, 16.1512, 35.9263, -0.212, -0.0439, -0.124
Si, 3.7667, 14.4556, 31.2625, -0.1087, 0.0486, 0.0623
Si, 11.0546, 20.2977, 37.9395, 0.1776, -0.0656, -0.2128
Si, 6.0427, 31.8561, 31.7229, -0.0862, -0.0231, 0.1554
Si, 7.7674, 26.4357, 35.7489, 0.1029, -0.1023, -0.0838
Si, 11.1843, 4.0724, 32.2121, 0.1001, 0.0624, -0.0562
Si, 10.8229, 26.3854, 27.8494, 0.0983, 0.0984, 0.2567
Si, 6.6901, 6.2208, 32.8967, -0.1527, 0.0061, 0.0096
Si, 12.3682, 13.9465, 33.7122, 0.1096, 0.0136, -0.0917
Si, 8.0584, 11.0527, 32.2252, -0.0736, -0.0828, -0.0144
Si, 14.9789, 21.528, 32.0007, -0.0057, -0.1042, 0.2072
Si, 11.0615, 24.8037, 36.0623, -0.1173, -0.1104, -0.0988
Si, 12.3699, 29.0776, 36.5851, 0.016, -0.0537, -0.2134
Si, 9.8719, 29.6948, 30.8498, -0.0595, -0.0982, 0.3258
Si, 1.1345, 3.3009, 37.4664, 0.0714, -0.0444, -0.5244
Si, 2.2663, 27.197, 36.1614, -0.1154, 0.0818, -0.3766
Si, 0.1803, 12.0563, 33.929, -0.0034, -0.016, -0.1342
Si, 3.7483, 7.1706, 37.8618, 0.0336, 0.0739, -0.3102
Si, 1.7863, 10.2276, 35.9523, -0.0385, -0.0533, -0.3424
Si, 6.3559, 13.3533, 36.7793, -0.1292, 0.0398, -0.4644
Si, 15.2602, 20.049, 37.5902, -0.1673, 0.1467, -0.0884
Si, 7.1009, 17.2891, 38.0297, -0.2635, 0.0811, -0.2124
Si, 16.157, 25.2818, 35.3946, 0.0289, 0.1327, -0.3523
Si, 4.1528, 23.5915, 37.594, 0.024, 0.1155, -0.1885
Si, 11.9597, 31.7243, 38.151, -0.0457, -0.1931, -0.1687
Si, 2.7668, 29.6606, 37.5819, -0.0378, 0.0371, -0.3363
Si, 2.0653, 5.6891, 35.8541, 0.0309, 0.0972, -0.5392
Si, 6.049, 3.563, 37.2763, -0.078, 0.0966, -0.4189
Si, 10.4491, 14.586, 31.2631, 0.0164, 0.1144, 0.2864
Si, 8.1111, 11.155, 35.2482, -0.1896, 0.0151, -0.3176
Si, 11.3075, 16.1796, 35.2621, 0.1173, -0.0447, -0.3209
Si, 9.2193, 10.6539, 38.1142, 0.0868, -0.0469, -0.316
Si, 9.9995, 17.3879, 37.7015, 0.0606, -0.0984, -0.2247
Si, 11.4497, 18.5839, 31.0278, -0.0338, -0.0621, 0.2667
Si, 5.0856, 26.3655, 37.128, 0.0749, 0.2019, -0.4064
Si, 5.4685, 0.63, 37.4543, 0.0484, -0.1619, -0.431
Si, 10.2082, 27.1364, 37.3912, -0.2331, -0.0399, -0.4423
Si, 12.4247, 4.4129, 38.1818, 0.0238, -0.1123, -0.2631
Si, 0.0547, 30.5835, 36.6601, -0.0033, -0.1037, -0.4879
Si, 14.1721, 6.9421, 37.7445, -0.179, 0.4221, -0.3957
Si, 13.2503, 1.6309, 37.6189, 0.2081, -0.0191, -0.2656
Si, 14.9842, 12.6442, 37.6445, 0.0111, -0.0078, -0.1996
Si, 13.484, 8.3803, 35.2879, 0.1496, 0.1029, -0.239
Si, 13.1665, 21.5894, 36.1369, 0.0884, 0.1818, -0.2865
Si, 1.1266, 18.1817, 37.8037, 0.1928, -0.2134, -0.1156
Si, 11.4365, 26.0022, 33.3727, 0.1951, 0.087, -0.0923
Si, 13.7849, 24.3252, 37.1897, 0.015, 0.0321, -0.4374
Si, 15.9738, 0.677, 37.1261, 0.0187, -0.1652, -0.3245
Si, 14.8207, 28.7474, 38.4368, -0.0406, 0.0448, -0.2842
O, 15.4748, 30.1243, 37.8635, -0.2111, -0.1184, 0.4089
O, 14.547, 1.353, 36.6817, -0.1239, 0.0086, 0.1858
O, 2.4051, 2.9531, 38.4582, 0.1133, 0.2255, 0.539
O, 5.9763, 5.4112, 34.0988, 0.069, 0.1296, 0.382
O, 0.0496, 4.1696, 38.3705, -0.2906, 0.6732, 0.6844
O, 1.3804, 4.0934, 0.4831, 0.066, 0.2022, -0.1223
O, 3.0437, 8.3831, 38.6711, 0.1911, 0.0765, -0.0927
O, 1.0794, 9.793, 39.5369, 0.4021, -0.092, 0.4076
O, 12.831, 12.4619, 34.1827, -0.1833, -0.1071, 0.196
O, 15.8431, 11.6588, 38.643, 0.0089, -0.3221, 0.2305
O, 3.5987, 12.7049, 39.6891, 0.0865, -0.323, 0.552
O, 1.6674, 14.8513, 39.5747, -0.1842, 0.1666, 0.394
O, 0.3859, 16.9472, 38.6141, -0.0993, 0.0424, 0.234
O, 2.1102, 17.6694, 36.6193, 0.0939, 0.3077, 0.4446
O, 4.0853, 17.6963, 39.5967, -0.0123, -0.0591, 0.4446
O, 1.9868, 19.1146, 38.8459, 0.0414, 0.2226, 0.2106
O, 15.9704, 21.2257, 38.5061, 0.173, 0.3473, 0.2245
O, 14.9725, 23.307, 39.7113, -0.26, -0.0859, 0.2802
O, 3.7877, 23.2797, 36.0139, -0.2151, -0.0671, 0.5766
O, 1.2076, 25.8375, 39.539, -0.0985, -0.0716, 0.2969
O, 2.8277, 24.0999, 38.433, -0.1608, 0.0504, 0.3247
O, 15.8627, 27.4991, 38.5545, 0.1905, -0.1641, -0.0581
O, 3.2898, 29.8684, 39.0931, 0.0694, -0.2277, 0.1288
O, 1.3314, 31.4269, 39.9032, 0.1474, -0.3439, 0.0786
O, 4.4173, 31.8422, 31.7527, 0.181, -0.0213, 0.0071
O, 5.1724, 32.7233, 38.8789, -0.0191, 0.0143, 0.1968
O, 8.7693, 2.0659, 38.3058, 0.1332, 0.5319, 0.713
O, 6.4338, 4.3204, 38.6918, -0.0618, -0.0792, 0.4685
O, 2.5553, 6.2118, 37.3158, 0.0432, -0.0251, 0.1525
O, 4.7027, 6.3437, 38.8611, -0.0681, 0.0816, 0.1903
O, 9.543, 6.9968, 39.4055, 0.2147, -0.1481, -0.0786
O, 8.4257, 9.2576, 38.544, 0.0395, 0.0885, 0.1878
O, 4.9485, 10.8157, 38.659, 0.2419, 0.1904, 0.0737
O, 7.1461, 12.3812, 35.7242, 0.0879, 0.0768, 0.0247
O, 9.1452, 10.9628, 36.5013, 0.1278, -0.2796, 0.4479
O, 10.0101, 16.6916, 34.412, -0.1505, 0.2232, 0.2472
O, 6.3582, 16.289, 39.1187, -0.3255, -0.3185, 0.3198
O, 8.7157, 11.8334, 39.1511, -0.0201, -0.078, -0.2524
O, 7.5332, 18.6755, 38.7538, 0.0112, 0.2681, 0.1143
O, 14.7673, 19.9014, 31.9905, 0.1198, 0.0906, 0.0243
O, 4.8021, 22.3597, 38.4739, -0.1345, 0.1466, 0.3292
O, 6.5636, 20.8159, 39.6116, 0.2909, -0.1243, 0.4373
O, 7.059, 25.779, 39.6202, -0.1271, 0.2356, 0.4158
O, 10.1993, 21.611, 38.4143, -0.1988, 0.0731, -0.1799
O, 3.69, 26.4422, 36.2687, 0.0703, -0.3621, 0.3417
O, 5.1615, 27.2625, 38.5099, 0.0117, 0.0502, 0.3628
O, 8.9972, 29.1555, 39.8495, 0.2674, -0.4405, 0.5434
O, 7.0616, 31.1887, 39.8406, -0.1345, 0.158, 0.5254
O, 9.5885, 1.1581, 0.3782, 0.0231, 0.0982, -0.2024
O, 10.6154, 31.9785, 39.0382, -0.1529, 0.1408, 0.3642
O, 12.6754, 3.9908, 39.7516, -0.1298, 0.0959, 0.019
O, 0.6517, 1.8648, 36.8389, 0.1636, 0.0919, 0.1904
O, 10.9957, 5.1904, 38.3514, 0.1091, -0.1063, 0.2101
O, 12.4703, 3.0389, 37.2668, -0.0789, 0.3193, 0.2926
O, 12.5605, 9.4321, 39.672, -0.1705, 0.2207, 0.3071
O, 14.2484, 7.3857, 39.2907, 0.3368, -0.2563, 0.309
O, 10.8129, 10.644, 38.4633, -0.0288, 0.2515, 0.0973
O, 8.6846, 11.4818, 33.712, 0.2409, -0.1837, 0.0838
O, 14.2416, 11.8214, 36.4376, 0.2807, -0.141, 0.5178
O, 13.844, 13.3795, 38.5364, -0.1156, 0.0935, 0.3706
O, 10.353, 17.1169, 39.2496, -0.1813, 0.3615, -0.023
O, 12.1779, 15.085, 39.4828, -0.011, -0.0763, 0.4941
O, 14.4856, 20.6097, 36.2335, 0.2542, -0.0795, 0.1802
O, 14.301, 19.1143, 38.5649, -0.2348, -0.0886, 0.11
O, 11.9705, 19.9969, 39.2749, -0.0372, 0.2148, 0.2619
O, 8.9841, 23.5832, 39.6036, 0.0731, 0.0858, 0.3883
O, 10.7645, 25.8537, 34.8487, -0.1586, 0.1313, 0.2524
O, 13.431, 25.0166, 38.6157, -0.284, 0.0841, 0.5428
O, 10.6067, 27.5482, 38.8877, 0.0262, 0.1066, 0.1538
O, 10.5267, 25.5306, 37.3982, -0.2345, 0.075, 0.0039
O, 14.4337, 29.0342, 39.9878, -0.0104, 0.2076, -0.1578
O, 16.1027, 32.1193, 36.1929, -0.063, -0.0227, 0.3161
O, 3.2555, 3.332, 29.4309, -0.055, -0.2023, -0.2669
O, 0.7472, 3.7991, 27.7334, 0.3919, -0.112, -0.6066
O, 1.7103, 32.2673, 27.272, -0.1584, 0.1988, -0.4199
O, 4.0135, 2.1272, 27.1801, -0.0304, -0.361, -0.3117
O, 15.8088, 12.2894, 27.4276, -0.1409, 0.1257, -0.5057
O, 16.0919, 10.2378, 29.2187, -0.2512, -0.1326, -0.0681
O, 5.0148, 6.4549, 26.8161, 0.1893, 0.0595, 0.1486
O, 6.6715, 4.5263, 27.5171, 0.0338, 0.04, -0.1696
O, 16.0962, 15.96, 28.886, 0.0981, -0.0828, -0.2808
O, 1.7372, 15.5995, 27.2294, -0.1937, -0.0807, 0.0091
O, 2.8267, 13.6262, 26.1925, -0.0032, 0.1581, -0.4573
O, 4.3995, 12.0158, 27.3436, 0.0162, -0.186, -0.2153
O, 7.1963, 14.6449, 30.0094, -0.0295, -0.0077, -0.0249
O, 1.1073, 20.561, 26.9105, 0.1192, 0.0263, 0.0884
O, 5.1393, 16.8857, 26.3182, 0.0633, -0.3511, -0.0811
O, 3.1066, 18.8776, 26.1974, -0.2998, 0.3389, -0.689
O, 1.2724, 26.0656, 27.6385, 0.1162, -0.0747, 0.0447
O, 3.0771, 24.4487, 26.685, -0.1598, -0.0034, -0.3836
O, 4.1744, 20.7808, 28.7796, 0.2668, 0.2417, -0.4693
O, 5.0827, 22.8326, 27.4628, -0.123, 0.181, -0.284
O, 2.7628, 30.0791, 26.2577, -0.1656, 0.0746, -0.1103
O, 0.8502, 32.4929, 29.6647, 0.1328, -0.0476, 0.1309
O, 4.4893, 28.8172, 27.6077, 0.0032, -0.1257, -0.1043
O, 9.3344, 20.304, 32.8759, -0.1449, -0.0468, -0.1007
O, 8.5455, 2.5697, 26.6621, -0.1312, -0.1605, -0.1959
O, 10.6494, 0.3735, 26.6417, 0.3267, -0.3414, -0.0511
O, 12.218, 2.9056, 31.7035, -0.0083, -0.0995, -0.1309
O, 8.1353, 8.5491, 26.3871, -0.1369, 0.1432, -0.025
O, 4.5177, 10.2277, 29.2722, 0.4929, 0.2495, -0.2824
O, 13.4556, 7.2109, 29.4723, 0.0095, -0.2062, -0.257
O, 9.7476, 6.8856, 27.5715, -0.0946, 0.2429, 0.2131
O, 6.8952, 15.5825, 27.6106, 0.2852, -0.3637, -0.6058
O, 5.8053, 17.0193, 29.7012, 0.2621, 0.1103, -0.3833
O, 9.6892, 12.5453, 27.8071, -0.2328, -0.1968, -0.6779
O, 11.1889, 15.5652, 30.1619, 0.1349, 0.1933, -0.0013
O, 6.0073, 20.4657, 26.8901, -0.2123, -0.0059, -0.1195
O, 8.0902, 19.1476, 26.1127, 0.3253, 0.0497, -0.3505
O, 9.8146, 17.6322, 27.268, 0.1845, 0.0503, -0.3892
O, 8.6776, 19.547, 28.8075, 0.0435, 0.074, -0.2002
O, 7.5317, 24.9621, 27.2702, -0.2171, -0.2339, -0.2678
O, 6.1015, 27.0696, 26.8243, -0.0633, -0.0842, -0.11
O, 3.8743, 28.7865, 30.6335, -0.1154, 0.0764, -0.3117
O, 9.335, 23.1606, 27.6378, -0.0637, 0.1258, -0.0953
O, 7.5227, 31.2395, 27.5089, -0.1578, -0.1162, -0.2229
O, 5.5899, 0.014, 26.6195, -0.1376, -0.0372, -0.4906
O, 9.6615, 25.6025, 28.6848, -0.0012, 0.4217, -0.0597
O, 9.035, 29.126, 27.0833, 0.3335, 0.0337, 0.0388
O, 13.3248, 3.139, 26.5137, 0.3217, -0.0034, -0.4919
O, 15.1668, 2.9586, 29.4889, 0.0181, 0.0101, 0.0714
O, 14.6053, 1.2059, 27.6329, 0.0915, 0.2102, -0.5174
O, 14.8475, 0.5489, 30.2701, 0.058, -0.2324, -0.0534
O, 11.3753, 5.1583, 26.5284, -0.4352, 0.3055, -0.6753
O, 11.064, 10.9118, 26.3548, -0.0253, 0.0128, -0.1481
O, 14.3756, 7.1344, 27.024, -0.1936, 0.1226, -0.601
O, 0.0507, 5.7616, 26.2363, 0.1586, -0.0515, 0.0309
O, 14.0139, 17.7657, 28.564, -0.2389, 0.0846, -0.0807
O, 13.712, 15.4726, 29.7491, 0.0119, 0.1039, -0.0282
O, 13.8585, 13.8493, 26.4648, -0.0952, -0.2441, -0.0773
O, 12.2298, 15.7509, 27.4657, -0.0279, -0.1175, -0.5859
O, 11.0626, 21.6703, 26.5015, 0.0063, 0.3113, 0.0099
O, 12.8195, 20.064, 27.6013, -0.0107, -0.1996, -0.2429
O, 14.5978, 18.8635, 26.2406, 0.0101, 0.2088, -0.0035
O, 15.9031, 16.4543, 26.2806, -0.3442, -0.135, -0.3649
O, 12.1168, 25.4462, 27.5538, 0.0801, 0.1034, -0.0116
O, 14.0948, 24.5797, 26.2715, -0.3494, 0.2471, -0.2397
O, 15.3635, 22.864, 27.8339, 0.0592, -0.3033, -0.5057
O, 15.4438, 19.9479, 28.5038, 0.0564, 0.0694, 0.1686
O, 10.4018, 26.9595, 26.3732, 0.1506, -0.0551, -0.103
O, 12.5368, 31.5431, 27.7326, -0.0476, 0.2758, 0.1888
O, 16.3017, 28.2148, 27.0983, 0.1254, 0.1434, -0.1935
O, 14.1163, 29.7398, 26.8186, -0.3654, 0.0282, 0.0483
O, 15.8764, 31.3106, 31.5266, 0.1948, 0.1404, -0.2497
O, 3.535, 1.0444, 33.377, -0.1271, 0.0808, -0.0893
O, 2.7611, 3.2412, 32.036, -0.2544, -0.1026, -0.1734
O, 3.2734, 0.6426, 29.2109, -0.0343, -0.1464, -0.1989
O, 0.9289, 4.255, 30.3264, -0.0752, 0.1695, 0.0101
O, 4.3639, 3.3181, 34.1967, -0.0659, 0.0949, 0.2589
O, 2.0774, 8.9474, 29.0683, -0.1481, -0.4058, -0.136
O, 2.7981, 9.2391, 35.1228, 0.1634, 0.0744, 0.0865
O, 15.3887, 17.4802, 30.8218, -0.0897, 0.1065, -0.118
O, 11.4595, 11.2459, 29.4993, -0.2067, 0.0618, 0.0262
O, 2.4839, 13.4852, 31.1273, -0.1079, -0.0617, -0.3499
O, 15.2298, 15.8379, 35.2878, -0.1524, -0.0428, 0.2089
O, 0.8409, 18.09, 27.7939, 0.2665, 0.1187, -0.1131
O, 11.4342, 20.1986, 31.2416, 0.1723, 0.1042, 0.0617
O, 2.8164, 21.5438, 30.8652, 0.0233, -0.1719, -0.2388
O, 5.1119, 22.1319, 34.0495, 0.1048, -0.0577, -0.2028
O, 0.9835, 23.2014, 29.4492, -0.0076, -0.1561, -0.3684
O, 15.217, 26.1955, 31.8536, -0.1385, -0.2836, -0.0797
O, 13.3299, 26.9298, 30.2114, -0.1849, 0.2352, -0.4031
O, 1.8126, 28.3067, 28.954, -0.1071, -0.0527, -0.4211
O, 6.1361, 27.9799, 31.8215, 0.1537, 0.1073, 0.0347
O, 7.3332, 29.5707, 33.607, 0.2429, -0.0592, 0.0719
O, 5.5936, 2.135, 29.3449, 0.0317, -0.1089, -0.254
O, 3.9839, 29.9932, 36.5656, 0.1692, -0.1113, -0.0293
O, 7.7916, 2.5154, 31.1129, -0.0833, 0.3441, -0.1383
O, 9.2889, 1.2128, 35.7014, 0.2117, 0.3205, 0.3753
O, 8.8497, 9.0552, 28.9058, -0.0661, 0.0364, -0.3325
O, 8.8201, 7.456, 30.9332, -0.3483, -0.2853, -0.0678
O, 5.1076, 8.6713, 34.0943, 0.1491, -0.1656, 0.3008
O, 16.1465, 7.7383, 28.8852, 0.1773, -0.0187, -0.1136
O, 5.05, 13.5209, 30.9042, 0.0926, -0.027, 0.0303
O, 6.3801, 14.8287, 36.1174, 0.293, -0.0316, 0.1735
O, 3.5805, 15.8469, 30.3651, 0.155, -0.1297, -0.3297
O, 3.8529, 24.2557, 33.2987, -0.1288, -0.2708, 0.0518
O, 6.7756, 21.4179, 29.2159, -0.2217, 0.3228, -0.2345
O, 8.4113, 16.931, 29.4023, 0.0759, 0.0331, 0.0559
O, 5.5094, 24.1741, 31.0763, 0.1763, -0.2951, -0.1601
O, 3.0836, 24.2122, 30.6241, -0.1627, 0.2125, -0.3772
O, 8.9635, 24.2004, 33.6638, 0.1159, 0.0376, -0.0291
O, 7.6719, 22.369, 34.9459, 0.1777, 0.2411, 0.1199
O, 6.6845, 30.4705, 31.1774, -0.1737, -0.1453, -0.0548
O, 5.3718, 26.9982, 29.4234, 0.2226, 0.2944, -0.3013
O, 9.2362, 30.2133, 29.4258, -0.19, -0.1186, -0.2247
O, 10.193, 31.0336, 31.7526, -0.2584, 0.153, 0.0154
O, 12.4238, 30.3472, 32.9164, -0.0373, 0.041, 0.0836
O, 9.8842, 3.2436, 32.8032, 0.1462, -0.134, -0.1252
O, 15.2661, 5.3758, 28.9258, 0.0648, -0.1396, -0.0233
O, 12.6777, 1.6299, 29.5365, -0.1029, 0.1255, -0.2846
O, 12.7431, 7.4086, 31.9755, -0.035, 0.1343, -0.141
O, 15.7092, 6.975, 37.1984, 0.1203, 0.0944, 0.4968
O, 13.0548, 9.9556, 27.7779, 0.0831, 0.0702, -0.7802
O, 12.0003, 13.5736, 28.7176, 0.0239, -0.1257, -0.1479
O, 6.2876, 10.1688, 27.3217, 0.2824, -0.2887, -0.173
O, 13.6334, 14.9556, 33.3885, 0.1817, 0.0408, -0.2253
O, 0.7973, 11.9194, 32.4518, -0.2671, -0.2316, -0.0764
O, 5.5179, 16.5253, 34.3465, 0.1961, 0.145, 0.2169
O, 9.2251, 21.5275, 30.5472, -0.0677, -0.0944, -0.399
O, 15.366, 22.0485, 30.4999, 0.1858, -0.0949, -0.0219
O, 10.814, 18.2052, 29.5876, 0.1451, -0.1284, -0.1124
O, 8.1072, 26.7019, 34.1542, 0.1192, -0.2002, -0.0616
O, 12.3174, 24.6006, 33.1455, -0.0903, -0.0894, -0.1381
O, 14.9479, 24.6235, 29.784, -0.0153, -0.1369, -0.3021
O, 10.9923, 22.3849, 32.5816, -0.0319, 0.131, 0.1465
O, 7.6313, 25.405, 31.8561, -0.173, -0.1088, -0.0608
O, 7.8541, 23.8966, 29.7816, 0.299, -0.2121, -0.6501
O, 6.9791, 28.8982, 28.6655, 0.0944, -0.2481, 0.2523
O, 13.2333, 29.4353, 29.3127, 0.1309, 0.1744, 0.0288
O, 1.9341, 32.1754, 32.2493, 0.1361, 0.1532, 0.1312
O, 16.0941, 0.2489, 38.699, -0.2019, 0.0965, 0.5327
O, 5.3005, 2.3823, 31.924, 0.1878, -0.2505, 0.0841
O, 5.052, 6.0004, 29.3221, 0.1729, -0.098, -0.2567
O, 0.6923, 9.522, 26.9592, -0.1067, 0.2739, -0.3013
O, 5.5298, 6.5134, 31.8105, 0.1163, -0.0693, -0.104
O, 0.5812, 9.2042, 36.3995, 0.1156, -0.1512, 0.0496
O, 2.5009, 10.7784, 30.8491, -0.1744, -0.2306, 0.0106
O, 2.8557, 8.1086, 26.3616, -0.1234, 0.2321, -0.6584
O, 0.4445, 12.5275, 29.9124, -0.2933, -0.0731, -0.1147
O, 1.2074, 11.397, 34.9966, 0.0055, -0.1968, 0.3019
O, 2.8857, 16.9222, 34.1992, 0.02, -0.0371, 0.0642
O, 2.6579, 11.0295, 37.1053, -0.0264, -0.0486, 0.551
O, 3.663, 18.7113, 30.2038, 0.1232, 0.219, -0.4261
O, 14.6584, 17.5364, 33.2961, 0.1465, -0.0209, 0.0601
O, 1.1686, 23.4067, 32.0434, 0.0501, 0.2484, -0.1446
O, 7.1655, 22.6708, 32.283, 0.3159, -0.1634, -0.2266
O, 4.1167, 26.3579, 31.7281, -0.0855, -0.0049, -0.0982
O, 6.8252, 20.2685, 33.5714, 0.0443, 0.1376, -0.0173
O, 1.4932, 29.7061, 31.1291, -0.0069, -0.0974, -0.3062
O, 0.4309, 27.762, 33.2834, 0.0115, -0.2239, -0.0157
O, 6.5894, 0.2445, 30.7958, -0.0734, 0.0928, -0.3799
O, 10.4246, 5.144, 31.1619, -0.071, 0.2106, 0.2322
O, 10.278, 6.9604, 33.0405, -0.25, 0.0682, -0.0511
O, 12.0573, 5.0496, 33.2106, -0.1619, 0.0302, -0.1672
O, 11.0725, 8.4673, 30.2284, -0.1156, 0.0619, -0.189
O, 7.3552, 7.5999, 33.4599, 0.0393, 0.1056, -0.1735
O, 7.1889, 7.025, 28.3251, -0.0134, -0.1855, 0.3377
O, 7.0537, 13.5482, 38.2436, 0.3239, 0.24, 0.3373
O, 4.6413, 17.4634, 32.1451, 0.0153, 0.1719, 0.0282
O, 7.4605, 12.3831, 31.4818, -0.042, 0.2052, -0.0997
O, 10.1767, 18.9991, 37.4664, -0.2724, -0.0376, -0.0282
O, 8.1173, 17.8798, 32.977, -0.0349, -0.0956, -0.1541
O, 13.5295, 22.7155, 37.2685, -0.2045, 0.0398, 0.3394
O, 11.8975, 20.6995, 36.6055, -0.3517, 0.041, 0.2418
O, 3.9456, 14.9591, 32.8108, -0.1276, -0.0326, -0.1116
O, 10.8935, 32.4104, 33.9745, 0.0489, 0.0205, 0.0203
O, 12.1425, 27.4754, 33.3038, -0.1607, -0.1649, -0.3272
O, 7.942, 24.8173, 36.0204, 0.0001, 0.1776, 0.3161
O, 6.4955, 32.0911, 33.2721, -0.0493, 0.3614, 0.1081
O, 11.245, 28.7893, 30.8559, 0.2985, -0.1716, -0.0638
O, 8.7785, 0.9192, 33.0773, 0.045, 0.0094, 0.0099
O, 10.2055, 1.4938, 30.8156, -0.0251, -0.0907, -0.0894
O, 12.2078, 0.0509, 31.7371, 0.1826, 0.1396, -0.0563
O, 7.0401, 0.5142, 36.9675, -0.0232, 0.0474, -0.0231
O, 3.1112, 5.6191, 30.9436, -0.1324, -0.1577, -0.0939
O, 14.1332, 11.8877, 29.4304, -0.1339, 0.1089, -0.1366
O, 13.3404, 9.6272, 30.4565, -0.1795, 0.0903, -0.3876
O, 7.3892, 9.6942, 35.0737, 0.1203, 0.1051, 0.159
O, 11.4664, 13.8974, 32.3551, -0.313, 0.1367, -0.0386
O, 7.433, 19.6416, 31.0997, -0.0409, 0.0715, -0.1674
O, 15.9264, 13.7942, 36.9459, -0.0564, 0.1145, 0.4527
O, 1.545, 19.9815, 29.4367, -0.4375, -0.2628, -0.2597
O, 0.9564, 30.3317, 33.5984, -0.1501, 0.1801, 0.2631
O, 12.2782, 0.3393, 37.4166, 0.0905, -0.0105, 0.015
O, 14.4131, 28.5028, 33.0071, 0.103, 0.2238, 0.116
O, 0.3243, 24.0339, 34.5065, 0.1388, 0.1202, 0.2365
O, 8.71, 28.7603, 31.5402, 0.1038, 0.2355, -0.3638
O, 10.187, 23.4128, 35.8167, 0.0179, 0.2345, -0.0885
O, 11.343, 27.7052, 28.6079, -0.0413, 0.2383, -0.3143
O, 15.8968, 27.0583, 29.4197, 0.0818, -0.0583, -0.0035
O, 1.5925, 30.7007, 37.1528, 0.2232, 0.1445, -0.0519
O, 1.5011, 4.1841, 36.1257, 0.0458, -0.0854, 0.2101
O, 3.6755, 31.3639, 34.2689, 0.024, -0.1387, 0.2455
O, 2.8766, 30.8094, 29.1912, 0.4132, -0.1618, -0.2633
O, 0.9745, 6.739, 35.2207, -0.0203, -0.0669, -0.1326
O, 15.0656, 8.097, 34.8898, -0.0146, 0.0828, -0.0311
O, 4.5721, 7.7654, 36.5782, 0.0546, -0.0628, 0.1669
O, 3.3288, 5.6528, 34.804, -0.0137, 0.2701, -0.0781
O, 16.3397, 13.6207, 34.3135, -0.2401, 0.3018, -0.0785
O, 9.8998, 13.3143, 30.3661, 0.1237, -0.3697, -0.3699
O, 1.3889, 15.2655, 35.7491, -0.0321, -0.0621, 0.2204
O, 3.9271, 15.7855, 36.3371, 0.0221, -0.0859, 0.2338
O, 15.2699, 24.7059, 36.6298, 0.0508, -0.2416, 0.2759
O, 13.4709, 28.4175, 37.5906, 0.2416, -0.0121, 0.1882
O, 2.2957, 22.2694, 34.128, 0.1032, 0.088, -0.0247
O, 16.0727, 21.7516, 33.2291, -0.0798, 0.1592, -0.0695
O, 13.1058, 31.2487, 39.2107, 0.083, -0.2059, 0.3493
O, 2.2855, 28.2824, 34.9174, 0.0824, -0.2297, 0.1402
O, 15.1438, 26.2136, 34.48, -0.2693, 0.1693, 0.0786
O, 1.0282, 26.1509, 35.9541, -0.0144, 0.1319, 0.2371
O, 6.0971, 30.8312, 35.5248, -0.1381, -0.1668, 0.2216
O, 5.1415, 4.5906, 36.4081, -0.0957, -0.0002, 0.2153
O, 7.3671, 3.0883, 36.4033, -0.1283, -0.0424, -0.0165
O, 5.1568, 2.2266, 37.5938, -0.1969, 0.0916, 0.2882
O, 9.1443, 10.176, 31.3235, 0.0732, -0.2711, -0.0682
O, 3.8603, 8.1888, 30.7269, -0.0005, 0.0824, -0.0754
O, 12.4683, 7.3657, 34.5324, 0.0057, -0.3864, 0.1998
O, 8.0092, 5.4329, 32.3306, 0.246, -0.124, 0.1096
O, 6.7808, 10.0531, 32.5174, -0.2024, 0.0447, 0.117
O, 4.9742, 10.3522, 36.0971, -0.0844, -0.0526, 0.3415
O, 11.5103, 14.5795, 34.9608, 0.0757, 0.2144, 0.1015
O, 4.8069, 12.8137, 36.9097, -0.0451, 0.0217, 0.1395
O, 8.5142, 16.7832, 37.3845, 0.1542, 0.0311, -0.0706
O, 6.0539, 17.4193, 36.773, 0.3163, -0.0745, 0.4716
O, 10.6105, 17.8313, 32.1783, -0.0592, 0.3368, 0.1462
O, 12.9707, 18.101, 31.2548, -0.0515, 0.0493, -0.0309
O, 11.0305, 16.4991, 36.8131, -0.1034, 0.2034, 0.1375
O, 4.4663, 32.7058, 36.3873, -0.1696, 0.3523, 0.0636
O, 2.1702, 28.1357, 37.4956, -0.1064, 0.0339, 0.23
O, 8.6903, 27.3012, 36.7885, 0.2392, -0.0783, 0.222
O, 6.2293, 26.8324, 36.0601, -0.1888, 0.2867, -0.011
O, 16.2986, 29.33, 35.5871, 0.0404, -0.1087, 0.3129
O, 8.5609, 31.6402, 34.8136, -0.044, 0.1967, -0.1107
O, 13.0601, 29.2407, 35.1341, 0.1911, -0.2049, 0.0695
O, 11.8001, 30.5343, 37.0556, -0.2753, 0.1857, -0.0865
O, 13.5429, 5.4457, 37.5886, 0.0634, -0.2739, 0.1115
O, 13.8345, 1.7254, 39.1434, 0.1209, 0.3771, 0.084
O, 6.3896, 12.1681, 29.0898, 0.3954, -0.2789, -0.1277
O, 15.1627, 11.2604, 33.9852, -0.0993, 0.0198, -0.0328
O, 9.3502, 15.5097, 32.0867, -0.0755, -0.1864, 0.0518
O, 13.0936, 9.9304, 34.9573, -0.2794, -0.0108, 0.0141
O, 12.7852, 22.2807, 34.6929, 0.2019, 0.1377, 0.2838
O, 12.7291, 16.9192, 34.896, -0.1164, -0.042, -0.077
O, 12.6759, 24.7736, 36.08, 0.043, -0.1322, -0.0375
O, 13.629, 22.3924, 32.2943, 0.0712, 0.1224, -0.3359
O, 10.1505, 26.1235, 32.3576, 0.1037, 0.1915, 0.0039
O, 15.0664, 31.1495, 28.8711, -0.2227, -0.1233, -0.4656
O, 11.1334, 28.0535, 36.4157, -0.1032, 0.1402, -0.0007
O, 0.0212, 19.0769, 37.0268, -0.2128, -0.0884, 0.1522
O, 5.2486, 24.8036, 37.5704, 0.1183, -0.1971, -0.0352
O, 13.3162, 8.042, 36.8791, 0.1542, 0.0235, 0.2314
Si, 0.0065, 32.7952, 5.51, -0.0245, -0.0138, -0.0116
Si, 2.7233, 2.8005, 5.4328, 0.0086, 0.0345, -0.0095
Si, 16.3911, 5.486, 5.3832, 0.0455, -0.0226, -0.057
Si, 2.7186, 8.2011, 5.4016, 0.0126, 0.0654, -0.0327
Si, 16.3174, 10.9521, 5.4389, -0.0375, -0.0187, -0.0137
Si, 2.6642, 13.6824, 5.4674, -0.0071, -0.0236, 0.0588
Si, 16.3266, 16.4174, 5.471, 0.0403, 0.0634, -0.0139
Si, 2.5924, 19.188, 5.4917, -0.0069, -0.103, -0.0199
Si, 16.2708, 21.8564, 5.3913, -0.0773, -0.0386, -0.0584
Si, 2.6035, 24.564, 5.4757, -0.0425, 0.0138, -0.0534
Si, 16.3283, 27.295, 5.432, -0.0016, 0.0023, -0.0658
Si, 2.6547, 30.04, 5.5233, -0.0461, -0.0215, 0.0134
Si, 5.386, 0.0176, 5.5184, -0.028, -0.0894, 0.0098
Si, 8.1052, 2.8263, 5.4847, 0.1008, -0.0587, -0.0488
Si, 5.4172, 5.5104, 5.3537, -0.0157, -0.0058, -0.0762
Si, 8.1132, 8.216, 5.3796, -0.0307, -0.063, -0.0265
Si, 5.428, 10.9282, 5.3848, -0.0279, 0.0079, -0.0506
Si, 8.1638, 13.671, 5.4127, 0.0574, 0.0143, -0.0351
Si, 5.4319, 16.4288, 5.4699, 0.0623, 0.0249, -0.0118
Si, 8.1476, 19.1176, 5.4129, -0.0906, -0.0272, -0.0786
Si, 5.3379, 21.9045, 5.5005, 0.0102, -0.04, 0.0117
Si, 8.1063, 24.5801, 5.4899, -0.004, -0.0413, -0.022
Si, 5.3472, 27.284, 5.5527, -0.018, -0.0307, -0.0198
Si, 8.0889, 30.0803, 5.5914, 0.0439, 0.0343, 0.0791
Si, 10.8686, 0.0585, 5.5402, 0.0267, 0.1103, 0.0227
Si, 13.6279, 2.7712, 5.497, 0.013, 0.0135, 0.0241
Si, 10.8616, 5.4813, 5.4433, -0.0157, 0.0068, -0.0229
Si, 13.6287, 8.2119, 5.426, 0.0077, 0.0252, -0.0292
Si, 10.8601, 10.9338, 5.397, -0.0519, -0.0616, 0.0013
Si, 13.5385, 13.7117, 5.4215, 0.0103, -0.0883, -0.0135
Si, 10.8849, 16.4066, 5.3369, 0.0195, 0.0435, -0.0474
Si, 13.5562, 19.1502, 5.3829, 0.0024, 0.0185, -0.0515
Si, 10.8242, 21.8875, 5.4186, -0.0116, -0.0291, -0.0593
Si, 13.5995, 24.6001, 5.4441, 0.0333, 0.0185, -0.0388
Si, 10.8693, 27.2931, 5.5309, -0.07, -0.058, 0.0262
Si, 13.6456, 30.0549, 5.5609, 0.0275, -0.052, -0.0063
Si, 1.3707, 1.4052, 6.8223, 0.0127, -0.0297, -0.0178
Si, 4.0924, 4.1535, 6.7914, -0.0497, -0.032, 0.005
Si, 1.351, 6.8409, 6.7759, -0.0284, -0.0174, -0.0071
Si, 4.0733, 9.5716, 6.7774, -0.0133, -0.0168, -0.0107
Si, 1.3046, 12.2947, 6.8106, 0.0741, -0.0153, 0.0009
Si, 4.0557, 15.0489, 6.8132, -0.0743, 0.0287, -0.0094
Si, 1.2804, 17.7783, 6.8459, 0.0004, 0.016, 0.0184
Si, 4.0004, 20.5158, 6.8511, -0.0092, 0.0468, 0.0242
Si, 1.2401, 23.1947, 6.8138, 0.0208, 0.0536, -0.0009
Si, 3.984, 25.9089, 6.8745, 0.0576, 0.0305, 0.0238
Si, 1.2772, 28.6622, 6.8475, -0.0097, 0.0834, -0.0197
Si, 4.0307, 31.4309, 6.8704, 0.0025, 0.0468, -0.016
Si, 6.7789, 1.4018, 6.8454, 0.0128, -0.002, -0.0161
Si, 9.5168, 4.1382, 6.8421, -0.0256, -0.0084, 0.0397
Si, 6.7743, 6.8497, 6.7675, 0.005, 0.029, -0.0062
Si, 9.5053, 9.5581, 6.7651, 0.0454, 0.0255, -0.0304
Si, 6.7956, 12.2947, 6.7702, -0.0091, 0.0116, -0.0299
Si, 9.5446, 15.0447, 6.7598, -0.017, -0.0348, -0.0283
Si, 6.8046, 17.7791, 6.8262, 0.0181, -0.0408, 0.0014
Si, 9.4982, 20.4943, 6.794, 0.0138, 0.0443, 0.0012
Si, 6.7476, 23.2267, 6.8612, 0.0019, 0.0318, 0.0135
Si, 9.4904, 25.9316, 6.8678, 0.0417, 0.022, 0.0161
Si, 6.729, 28.6729, 6.9012, -0.0049, 0.0523, 0.0142
Si, 9.5087, 31.4656, 6.8854, -0.0215, -0.0276, 0.0231
Si, 12.2726, 1.4039, 6.8772, -0.0212, -0.0235, -0.0044
Si, 15.0347, 4.1399, 6.8062, -0.0751, 0.0301, 0.0062
Si, 12.2553, 6.8473, 6.7907, -0.0256, 0.0268, -0.0057
Si, 14.984, 9.5714, 6.8074, -0.0155, 0.0228, 0.0239
Si, 12.2194, 12.302, 6.7825, -0.0116, 0.0573, 0.0008
Si, 14.9436, 15.042, 6.7989, -0.0162, 0.0408, 0.0076
Si, 12.2322, 17.7603, 6.7611, -0.0102, -0.0138, -0.0472
Si, 14.9339, 20.4906, 6.7824, 0.0318, 0.0181, -0.0267
Si, 12.2263, 23.2261, 6.7964, -0.0147, 0.0217, -0.0054
Si, 14.9746, 25.9471, 6.8257, 0.0249, -0.0167, -0.0056
Si, 12.247, 28.6809, 6.8784, -0.0014, 0.0549, 0.0015
Si, 15.0283, 31.4394, 6.883, 0.026, -0.0217, -0.0088
Si, 16.3886, 2.7599, 8.1825, -0.0181, -0.0286, -0.0099
Si, 2.6991, 0.0269, 8.2185, -0.0131, -0.0342, 0.0138
Si, 16.3818, 8.2056, 8.1519, 0.0348, 0.0353, -0.0052
Si, 2.7119, 5.4892, 8.1683, -0.0001, -0.0095, -0.0022
Si, 16.3399, 13.6763, 8.1587, 0.0056, -0.0184, -0.0091
Si, 2.7024, 10.9314, 8.1539, -0.0169, 0.009, 0.0041
Si, 16.3153, 19.153, 8.183, -0.0074, -0.0538, 0.0061
Si, 2.6884, 16.4152, 8.1803, 0.0334, 0.0151, 0.0054
Si, 16.3345, 24.5879, 8.2019, -0.0194, -0.02, 0.0017
Si, 2.6437, 21.8803, 8.2082, 0.0242, -0.0315, 0.0022
Si, 16.3732, 30.0579, 8.2367, -0.0285, -0.0063, 0.0175
Si, 2.657, 27.3179, 8.2243, -0.0104, -0.0416, -0.0043
Si, 5.4253, 2.7762, 8.1963, 0.0051, -0.0224, -0.0064
Si, 8.1485, 0.0397, 8.2279, 0.0462, 0.0006, -0.0083
Si, 5.4314, 8.2093, 8.1568, -0.0106, -0.0159, 0.0096
Si, 8.1466, 5.5089, 8.1774, 0.0614, -0.0006, 0.0093
Si, 5.4363, 13.6649, 8.1513, -0.0173, -0.0296, 0.0082
Si, 8.1641, 10.9336, 8.1457, -0.0044, -0.0034, 0.0074
Si, 5.4176, 19.1463, 8.1796, -0.0179, -0.0264, -0.0074
Si, 8.1851, 16.3992, 8.1586, -0.0142, 0.0184, 0.0129
Si, 5.3996, 24.5925, 8.2347, 0.0141, 0.0161, -0.0004
Si, 8.146, 21.8547, 8.1891, -0.0625, -0.0598, -0.0066
Si, 5.3977, 30.0749, 8.2461, 0.0326, -0.0072, 0.0005
Si, 8.1445, 27.3233, 8.2321, 0.016, 0.017, -0.0179
Si, 10.8923, 2.7714, 8.214, 0.0203, -0.016, 0.004
Si, 13.6496, 0.0184, 8.2178, -0.0262, -0.0122, 0.0116
Si, 10.8874, 8.212, 8.1523, 0.0091, -0.0237, 0.0036
Si, 13.6453, 5.4947, 8.1647, 0.047, -0.0084, 0.0028
Si, 10.8868, 13.679, 8.157, 0.0185, 0.0007, 0.0107
Si, 13.6122, 10.9457, 8.154, -0.0029, -0.0484, -0.0064
Si, 10.8888, 19.1348, 8.1505, -0.0081, -0.0089, -0.0024
Si, 13.6021, 16.4195, 8.163, 0.0184, -0.016, 0.0084
Si, 10.8889, 24.5802, 8.2048, -0.0662, -0.0294, 0.0086
Si, 13.6037, 21.8695, 8.1682, 0.0102, -0.0091, 0.0012
Si, 10.8924, 30.0806, 8.2239, 0.0052, 0.0001, 0.0024
Si, 13.6348, 27.3199, 8.2172, -0.0245, 0.0087, -0.0036
Si, 1.3602, 4.1155, 9.5497, 0.0034, -0.0039, -0.0083
Si, 4.0816, 1.3899, 9.5712, -0.0069, -0.0016, 0.0009
Si, 1.3493, 9.5618, 9.5279, 0.0061, -0.0085, 0.0023
Si, 4.0819, 6.8436, 9.5404, -0.0214, 0.022, -0.0022
Si, 1.3265, 15.0301, 9.529, -0.0026, 0.024, 0.0007
Si, 4.0759, 12.2952, 9.5218, -0.0027, 0.0161, -0.004
Si, 1.3005, 20.4962, 9.5626, 0.0103, 0.0287, -0.0032
Si, 4.0677, 17.7691, 9.547, 0.0002, -0.0086, 0.0079
Si, 1.3071, 25.9461, 9.5836, 0.0156, 0.034, -0.0067
Si, 4.0374, 23.2238, 9.5835, 0.0143, 0.0165, 0.0036
Si, 1.3448, 31.4446, 9.58, -0.0013, 0.0144, 0.0042
Si, 4.0406, 28.6896, 9.5884, -0.0049, 0.0443, 0.0074
Si, 6.8121, 4.1238, 9.5591, -0.0029, -0.0088, -0.0116
Si, 9.5422, 1.3902, 9.5824, -0.0007, -0.0065, 0.0091
Si, 6.8117, 9.5648, 9.5235, 0.0024, 0.0047, -0.0068
Si, 9.542, 6.8475, 9.5403, -0.0265, 0.0203, 0.0053
Si, 6.8146, 15.0273, 9.5199, 0.0146, 0.0007, -0.0104
Si, 9.5357, 12.2963, 9.5188, -0.0124, 0.0257, -0.007
Si, 6.7907, 20.4948, 9.5599, 0.009, 0.0295, 0.0054
Si, 9.5434, 17.7667, 9.5345, -0.0044, -0.0043, -0.009
Si, 6.7843, 25.9583, 9.5916, -0.0121, 0.0201, 0.0092
Si, 9.5249, 23.2141, 9.5626, 0.0477, 0.0153, -0.0039
Si, 6.7959, 31.4496, 9.5826, -0.0071, 0.0059, 0.0129
Si, 9.5289, 28.7029, 9.5795, -0.0053, 0.0178, 0.0158
Si, 12.2924, 4.1258, 9.5537, -0.0275, -0.0001, 0.0034
Si, 15.0294, 1.388, 9.5638, -0.0043, -0.0058, 0.008
Si, 12.2683, 9.5653, 9.5242, -0.022, 0.0427, 0.0039
Si, 15.0239, 6.8445, 9.5352, -0.0375, 0.0101, -0.0002
Si, 12.2638, 15.0334, 9.5305, 0.0009, 0.0048, -0.0088
Si, 14.9961, 12.2955, 9.5268, 0.0027, 0.0214, 0.0034
Si, 12.2574, 20.493, 9.5367, 0.013, 0.0082, -0.0167
Si, 14.979, 17.7675, 9.544, -0.0018, 0.0374, 0.0058
Si, 12.2636, 25.9524, 9.5696, 0.0189, 0.0122, 0.0013
Si, 14.9763, 23.2206, 9.5599, 0.0072, 0.028, -0.0152
Si, 12.2803, 31.447, 9.5763, 0.0073, -0.0063, 0.0159
Si, 15.0006, 28.6925, 9.5872, 0.0023, 0.0333, 0.0074
Si, 16.3878, 0.0146, 10.9386, -0.0111, -0.0256, 0.0047
Si, 2.7187, 2.7518, 10.9348, -0.006, -0.0288, -0.0026
Si, 16.3907, 5.477, 10.9125, 0.0086, -0.0099, -0.0048
Si, 2.7184, 8.2041, 10.9064, 0.0042, -0.0093, 0.0072
Si, 16.3846, 10.9326, 10.8894, 0.0069, -0.0066, 0.0015
Si, 2.7128, 13.6653, 10.8902, -0.0015, -0.0145, 0.0039
Si, 16.3746, 16.4061, 10.8974, 0.0039, -0.0161, -0.0021
Si, 2.7043, 19.1401, 10.9128, 0.0081, -0.015, 0.0004
Si, 16.3644, 21.8775, 10.9325, -0.0001, -0.026, -0.0027
Si, 2.7, 24.6082, 10.9518, 0.0133, -0.0049, -0.0012
Si, 16.3751, 27.3357, 10.9514, -0.0142, -0.0222, 0
Si, 2.7087, 30.0817, 10.9533, 0.0041, -0.0093, 0.0046
Si, 5.4476, 0.0227, 10.9463, 0.0108, -0.0019, 0.0005
Si, 8.1818, 2.7603, 10.9386, 0.0227, -0.01, 0.0051
Si, 5.4482, 5.4836, 10.9222, 0.0089, -0.0162, -0.0082
Si, 8.1831, 8.211, 10.9054, 0.0306, -0.0005, 0.0008
Si, 5.4509, 10.9324, 10.8906, -0.0047, -0.0056, -0.0012
Si, 8.1829, 13.6643, 10.8912, -0.0139, -0.0204, 0.0014
Si, 5.4539, 16.3979, 10.8957, -0.0136, 0.006, 0.0055
Si, 8.1827, 19.1336, 10.9097, -0.0194, -0.0208, 0.0013
Si, 5.4391, 21.8708, 10.9309, -0.0207, -0.0325, 0.002
Si, 8.181, 24.5993, 10.9354, -0.024, -0.0149, -0.0047
Si, 5.436, 27.3445, 10.9512, 0.0154, -0.009, 0.003
Si, 8.178, 30.0854, 10.9446, 0.0089, -0.0065, 0.0047
Si, 10.919, 0.0159, 10.9403, -0.0034, -0.0065, 0.0105
Si, 13.6579, 2.752, 10.9264, 0.0076, -0.0103, 0.0002
Si, 10.9207, 5.4863, 10.9151, 0.0245, -0.0109, 0.002
Si, 13.6535, 8.209, 10.8981, 0.0267, -0.0086, -0.0003
Si, 10.9135, 10.9367, 10.8903, 0.02, -0.0164, -0.0006
Si, 13.6459, 13.671, 10.8938, 0.0124, -0.003, 0.0013
Si, 10.9164, 16.406, 10.9027, -0.0015, -0.0027, -0.0028
Si, 13.6376, 19.1451, 10.914, -0.0004, -0.0309, -0.0037
Si, 10.9134, 21.8634, 10.9207, -0.036, -0.0225, 0.0022
Si, 13.6416, 24.6015, 10.9367, -0.0215, -0.0233, 0.0014
Si, 10.9156, 27.3401, 10.9345, -0.0077, 0.0017, -0.0003
Si, 13.6495, 30.079, 10.9437, -0.015, -0.0165, 0.0112
Si, 1.3645, 1.3725, 12.3032, 0.0004, 0.0059, 0.0023
Si, 4.1005, 4.1064, 12.2973, -0.0093, 0.0057, -0.0022
Si, 1.3679, 6.8295, 12.2805, -0.0142, 0.0108, -0.0032
Si, 4.1007, 9.5602, 12.2665, -0.0105, 0.009, -0.0008
Si, 1.362, 12.2876, 12.2613, -0.0018, 0.0189, -0.004
Si, 4.0932, 15.0233, 12.2615, -0.0015, 0.0103, -0.0044
Si, 1.3516, 17.7608, 12.2728, 0.01, 0.0124, -0.0036
Si, 4.0815, 20.4982, 12.2883, 0.0139, 0.0171, -0.0011
Si, 1.3417, 23.2361, 12.3063, 0.0116, 0.0155, -0.0025
Si, 4.0813, 25.9745, 12.3153, 0.0025, 0.0193, 0.0029
Si, 1.3505, 28.706, 12.3124, 0.001, 0.0233, 0.0039
Si, 4.0936, 31.4458, 12.3104, 0.0044, 0.0036, 0.0058
Si, 6.8325, 1.3787, 12.3094, -0.0012, 0.0063, 0.0047
Si, 9.5728, 4.1114, 12.2965, -0.007, 0.0049, 0.0027
Si, 6.8352, 6.8362, 12.2807, -0.0142, 0.0066, -0.0037
Si, 9.5661, 9.5643, 12.2663, -0.0261, 0.0163, 0.0039
Si, 6.8287, 12.2896, 12.2571, 0.0005, 0.0177, -0.0004
Si, 9.5604, 15.0245, 12.2573, -0.0014, 0.0228, -0.0081
Si, 6.8256, 17.7586, 12.2712, 0.0076, -0.0017, -0.0072
Si, 9.5562, 20.4957, 12.2839, 0.0121, 0.0062, -0.0068
Si, 6.82, 23.2348, 12.2982, 0.0076, 0.0201, -0.0022
Si, 9.5589, 25.9683, 12.2995, 0.0058, 0.0098, 0.0018
Si, 6.8212, 28.7107, 12.3107, -0.0086, 0.0246, 0.0079
Si, 9.5623, 31.4449, 12.3106, 0.0038, 0.0021, 0.0062
Si, 12.3025, 1.3757, 12.3023, -0.0081, -0.0018, 0.0036
Si, 15.038, 4.1054, 12.293, -0.0174, -0.0023, -0.0015
Si, 12.305, 6.8373, 12.2804, -0.018, 0.0128, -0.0007
Si, 15.0356, 9.5604, 12.2678, -0.0124, 0.0197, -0.0015
Si, 12.2958, 12.2907, 12.2565, -0.0083, 0.0165, -0.0038
Si, 15.027, 15.026, 12.2627, 0.006, 0.0164, -0.0019
Si, 12.2903, 17.7653, 12.2737, 0.008, 0.0247, -0.0045
Si, 15.0149, 20.5007, 12.2905, 0.0134, 0.024, -0.0026
Si, 12.285, 23.23, 12.2943, 0.0132, 0.0163, -0.0021
Si, 15.0153, 25.9662, 12.3079, 0.0092, 0.0212, 0.002
Si, 12.2908, 28.7042, 12.3052, 0.005, 0.0173, 0.0078
Si, 15.0298, 31.4432, 12.3055, 0.0001, 0.022, 0.0055
Si, 0.0031, 2.739, 13.6688, 0.0084, -0.0139, -0.0029
Si, 2.7339, 0.0082, 13.6768, 0.0023, -0.0069, -0.0002
Si, 0.0062, 8.1963, 13.6437, 0.0174, -0.0241, -0.0015
Si, 2.7375, 5.4704, 13.6601, 0.0131, -0.0153, -0.0011
Si, 0.0033, 13.6604, 13.6266, 0.0049, -0.0034, -0.0002
Si, 2.7396, 10.9243, 13.6323, 0.0061, -0.0103, 0.0024
Si, 0.0039, 19.1411, 13.6433, -0.0053, -0.0207, -0.0058
Si, 2.7361, 16.3969, 13.6325, -0.0031, 0.0053, -0.0023
Si, 16.402, 24.6212, 13.6743, -0.0133, -0.0147, 0.0011
Si, 2.7355, 21.8802, 13.6585, -0.0007, -0.0244, -0.0003
Si, 16.4008, 30.0805, 13.6785, 0.0057, -0.018, 0.0043
Si, 2.7336, 27.3572, 13.6821, 0.001, -0.0117, 0.0033
Si, 5.4717, 2.7461, 13.6737, -0.0003, -0.0137, -0.0009
Si, 8.2052, 0.0119, 13.6812, 0.0006, 0.002, 0.0038
Si, 5.4732, 8.2016, 13.6413, 0.0152, -0.0118, -0.0015
Si, 8.2088, 5.4786, 13.6578, 0.0118, -0.0124, -0.0036
Si, 5.4726, 13.6572, 13.6259, -0.0025, -0.0131, -0.0009
Si, 8.2044, 10.9306, 13.6265, 0.0085, -0.007, 0.0023
Si, 5.4738, 19.139, 13.6406, -0.0209, -0.0175, -0.0009
Si, 8.2082, 16.3946, 13.6272, -0.0033, -0.0064, -0.0007
Si, 5.4759, 24.6198, 13.668, -0.0034, -0.0206, 0.0022
Si, 8.213, 21.8813, 13.6537, -0.0144, -0.0231, 0.0014
Si, 5.4702, 30.0875, 13.6816, -0.0012, 0.0001, 0.0035
Si, 8.2098, 27.3492, 13.6686, -0.0077, -0.0151, -0.0013
Si, 10.9414, 2.7433, 13.6728, 0.0069, -0.0062, 0.0036
Si, 13.6733, 0.0079, 13.6748, 0.0032, -0.0192, 0.0027
Si, 10.9403, 8.2055, 13.6411, 0.0182, -0.0036, -0.0012
Si, 13.6744, 5.472, 13.6591, 0.0162, -0.0138, 0.0004
Si, 10.9394, 13.6623, 13.6181, 0.0056, -0.0094, 0.0001
Si, 13.6726, 10.9315, 13.6282, 0.0118, -0.0076, 0.0026
Si, 10.943, 19.141, 13.643, -0.015, -0.0287, -0.0022
Si, 13.6749, 16.4026, 13.6278, -0.0006, -0.0078, -0.0039
Si, 10.9447, 24.6152, 13.6646, -0.0067, -0.0224, 0.0043
Si, 13.6732, 21.8839, 13.6595, -0.0132, -0.0279, -0.0028
Si, 10.9408, 30.0793, 13.6765, -0.0112, -0.0133, 0.0061
Si, 13.6698, 27.3477, 13.6742, -0.0047, -0.0148, 0.0072
Si, 1.385, 4.0948, 15.0325, -0.0159, 0, -0.006
Si, 4.1165, 1.3657, 15.0393, -0.0014, 0.0071, -0.0011
Si, 1.3938, 9.5459, 15.0082, -0.0222, 0.0154, -0.0035
Si, 4.1241, 6.8288, 15.0162, -0.02, 0.0073, -0.0026
Si, 1.3813, 15.0164, 14.997, -0.002, 0.0062, -0.0035
Si, 4.1271, 12.2749, 14.9958, -0.013, 0.0232, 0.0027
Si, 1.3783, 20.5054, 15.0156, 0.017, 0.0139, -0.0028
Si, 4.1146, 17.7626, 14.9983, 0.0116, 0.0076, -0.0112
Si, 1.3714, 25.9902, 15.0438, 0.0238, 0.0167, 0.0037
Si, 4.1125, 23.2504, 15.0229, 0.0104, 0.0102, -0.0052
Si, 1.3799, 31.4357, 15.047, -0.0141, 0.0073, 0.0033
Si, 4.1121, 28.7188, 15.0518, 0.0172, 0.0221, 0.0008
Si, 6.8562, 4.1065, 15.033, 0.0079, 0.0112, 0
Si, 9.5872, 1.3681, 15.05, -0.0042, -0.0007, 0.0012
Si, 6.8581, 9.5559, 15, -0.022, 0.0076, 0.0024
Si, 9.5891, 6.8367, 15.02, -0.0062, 0.0037, 0.0028
Si, 6.8578, 15.0133, 14.9883, -0.0056, 0.0215, -0.0029
Si, 9.588, 12.2868, 14.9831, -0.0065, 0.0195, 0.0007
Si, 6.8535, 20.5069, 15.0068, 0.0053, 0.0094, -0.0074
Si, 9.5885, 17.7554, 14.9895, -0.0049, 0.019, -0.0084
Si, 6.8556, 25.982, 15.0392, 0.0048, 0.0172, 0.0032
Si, 9.5905, 23.2451, 15.0277, -0.0063, 0.0128, -0.0011
Si, 6.8502, 31.4416, 15.0546, -0.0011, 0.0004, 0.0024
Si, 9.5902, 28.7017, 15.0452, 0.0009, 0.0202, 0.0054
Si, 12.3217, 4.1011, 15.041, -0.0046, 0.006, 0.0018
Si, 15.0539, 1.3631, 15.0435, -0.0073, 0.0175, -0.0015
Si, 12.3201, 9.5624, 15.0033, -0.0012, 0.0065, -0.0003
Si, 15.0583, 6.8262, 15.0241, -0.0109, 0.0164, -0.0049
Si, 12.3197, 15.0197, 14.9796, 0.0068, 0.0343, -0.0047
Si, 15.0527, 12.2854, 14.9954, 0.0008, 0.0195, 0.0018
Si, 12.3177, 20.5074, 15.0119, 0.0125, 0.0108, -0.0029
Si, 15.0494, 17.7628, 14.9977, 0.0207, 0.018, -0.008
Si, 12.3201, 25.9746, 15.0417, -0.0028, 0.0117, 0.0012
Si, 15.0453, 23.2505, 15.0325, 0.025, 0.0128, 0.0063
Si, 12.3241, 31.433, 15.0477, -0.0006, 0.0289, 0.0013
Si, 15.0461, 28.7068, 15.0465, -0.0068, 0.0087, 0.0013

Results
total energy: -236504.042 eV
total energy less fixed offsets of O -438.35, Si -107.03 eV per atom: 3.658 eV
